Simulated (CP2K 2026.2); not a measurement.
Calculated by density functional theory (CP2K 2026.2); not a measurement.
Periodic cell of 2016 atoms, Si1440O576, from a study of silicon, its oxide and their interface. The atomic structure is a simulated model.
Doubt: the forces sum to 5.42 eV/angstrom along one axis rather than to zero, so they err by at least 0.0027 eV/angstrom per atom on average; the grid cutoff is modest.

Settings
functional: PBE
method: Gaussian and plane waves
basis set: DZVP-MOLOPT-SR-GTH
pseudopotentials: GTH-PBE
grid cutoff: 300 Ry, relative cutoff 40 Ry
k points: Gamma only
occupations: fixed
spin: none
net charge: 0

Cell vectors (angstrom)
a	65.28	0	0
b	0	16.32	0
c	-0.3232	-0.9998	33.4361

Atoms and the computed forces on them: element, x, y, z (angstrom), force x, y, z (eV/angstrom)
Si	1.304	-1.257	0.39	0.239	-0.131	0.68
Si	3.974	1.527	0.294	0.291	-0.243	0.607
Si	1.756	3.843	0.275	-0.221	0.279	0.614
Si	4.709	6.227	0.191	-0.08	0.095	0.754
Si	1.292	-6.583	-0.004	0.16	-0.238	0.734
Si	4.472	-4.367	0.296	-0.246	0.119	0.743
Si	6.97	-1.855	0.09	-0.153	0.351	0.756
Si	8.917	1.736	0.071	0.138	-0.052	0.71
Si	6.876	4.012	0.477	0.022	-0.016	0.495
Si	9.732	6.622	0.054	-0.129	0.184	0.799
Si	6.574	9.628	0.295	0.242	-0.091	0.775
Si	9.367	12.411	0.181	0.043	-0.228	0.726
Si	12.176	-1.62	0.217	-0.025	0.262	0.653
Si	15.153	1.108	0.224	-0.1	-0.059	0.727
Si	11.885	4.368	0.042	0.116	-0.21	0.776
Si	14.766	6.925	0.154	0.177	-0.228	0.786
Si	12.613	9.217	0.152	-0.194	0.129	0.787
Si	14.547	12.653	-0.133	0.31	-0.254	0.74
Si	17.473	-0.934	-0.191	0.147	-0.328	0.703
Si	20.057	1.682	-0.07	0.202	-0.04	0.701
Si	17.679	3.726	-0.044	-0.007	0.28	0.702
Si	20.104	7.118	0.471	-0.072	-0.233	0.768
Si	17.823	9.193	0.169	-0.151	0.235	0.759
Si	20.402	-4.245	0.103	-0.292	0.286	0.648
Si	23.247	-1.666	0.124	0.014	0.161	0.702
Si	26.176	1.079	-0.005	-0.342	0.288	0.712
Si	23.055	4.253	-0.229	-0.242	0.184	0.73
Si	25.722	7.124	-0.261	0.145	-0.163	0.736
Si	22.596	-6.534	0.029	0.443	-0.369	0.615
Si	25.402	-3.914	-0.061	0.294	-0.12	0.663
Si	28.424	-1.143	0.007	0.29	-0.402	0.719
Si	31.135	1.578	0.009	0.167	-0.216	0.718
Si	28.907	3.833	-0.205	-0.232	0.228	0.671
Si	31.675	6.542	-0.105	-0.239	0.28	0.741
Si	28.855	-6.506	0.02	-0.177	-0.225	0.612
Si	31.653	-4.1	0.004	0.013	-0.121	0.626
Si	34.161	-1.641	0.511	0.129	0.065	0.612
Si	36.732	1.009	0.173	-0.05	0.323	0.696
Si	33.882	4.306	0.079	0.122	-0.2	0.706
Si	36.738	6.801	0.358	-0.011	0.004	0.499
Si	34.666	-7.266	-0.123	-0.223	0.211	0.827
Si	36.538	-3.542	0.043	0.08	-0.344	0.753
Si	39.253	-0.887	0.095	0.095	-0.321	0.682
Si	42.086	1.469	0.121	-0.13	0.117	0.679
Si	38.751	4.467	0.001	0.2	-0.082	0.738
Si	-22.985	6.474	-0.107	-0.312	0.269	0.669
Si	39.304	-6.638	-0.116	-0.138	0.208	0.738
Si	-22.992	-4.269	0.021	-0.214	0.337	0.661
Si	-20.969	-0.735	-0.162	0.282	-0.237	0.694
Si	-17.427	1.412	-0.029	-0.271	0.157	0.736
Si	-20.702	4.362	0.233	0.1	-0.219	0.729
Si	-17.993	6.365	0.126	0.212	0.211	0.636
Si	-20.774	-6.549	0.148	0.138	-0.305	0.719
Si	-18.257	-4.066	-0.065	0.41	0.06	0.689
Si	-15.457	-1.033	-0.193	0.23	-0.231	0.73
Si	-12.508	1.647	-0.303	0.122	-0.231	0.667
Si	-14.538	4.075	-0.068	-0.291	0.1	0.643
Si	-11.874	6.474	-0.072	-0.344	0.42	0.613
Si	-15.162	-7.312	-0.164	0.021	0.336	0.673
Si	-12.433	-4.284	-0.209	0.021	0.099	0.783
Si	-9.237	-1.794	0.082	-0.066	0.107	0.728
Si	-6.351	1.078	-0.021	-0.325	0.241	0.677
Si	-9.562	4.273	-0.102	0.288	-0.317	0.664
Si	-6.902	7.177	-0.019	0.133	-0.318	0.755
Si	-9.14	-6.901	-0.096	-0.338	0.159	0.671
Si	-6.937	-3.904	0.098	0.233	-0.099	0.719
Si	-4.064	-1.094	0.291	0.138	-0.23	0.729
Si	-0.76	1.14	0.295	-0.43	0.146	0.692
Si	-3.774	3.998	-0.114	-0.071	-0.105	0.783
Si	-1.473	7.042	0.221	0.131	-0.128	0.772
Si	-3.752	-7.125	0.232	-0.078	0.246	0.664
Si	-0.87	-4.332	0.185	-0.217	0.078	0.712
Si	2.907	-0.088	1.605	-0.015	0.017	-0.086
Si	5.48	2.636	1.687	0.027	-0.004	-0.023
Si	2.951	5.385	1.519	-0.008	0.017	-0.082
Si	5.523	7.993	1.547	-0.023	0.015	-0.053
Si	2.803	-5.513	1.441	-0.022	-0.001	-0.048
Si	5.576	-2.859	1.663	0.011	-0.001	-0.064
Si	7.983	-0.034	1.326	0.021	-0.056	-0.021
Si	10.716	2.746	1.314	0.028	-0.044	-0.068
Si	8.287	5.483	1.56	0.033	0.003	-0.051
Si	10.934	8.137	1.402	-0.002	-0.026	-0.077
Si	8.225	10.806	1.469	-0.012	0.023	-0.086
Si	10.819	-2.81	1.625	-0.014	0.008	-0.036
Si	13.487	-0.048	1.389	-0.01	0.009	-0.005
Si	16.317	2.64	1.518	0.03	0.001	-0.059
Si	13.542	5.372	1.397	-0.013	0.011	-0.066
Si	16.269	8.1	1.498	-0.014	0.001	-0.054
Si	13.664	10.936	1.323	-0.015	0.032	-0.04
Si	16.282	-2.611	1.115	0.009	0.002	-0.067
Si	18.993	0.089	1.301	-0.003	0.01	-0.067
Si	21.728	2.823	1.163	0.03	-0.017	-0.043
Si	18.867	5.351	1.321	-0.011	-0.058	-0.04
Si	21.66	-7.989	1.626	0.029	-0.008	-0.01
Si	18.881	-5.426	1.415	0.01	-0.007	-0.091
Si	21.639	-2.727	1.423	0.015	-0.018	-0.055
Si	24.494	-0.018	1.263	-0.026	0.02	-0.031
Si	27.255	2.789	1.177	0.004	-0.006	-0.02
Si	24.428	5.646	1.128	0.035	-0.014	-0.018
Si	27.255	-7.979	1.116	0.032	0.001	-0.058
Si	24.332	-5.482	1.289	-0.023	-0.008	-0.002
Si	27.187	-2.807	1.145	-0.012	-0.03	-0.019
Si	29.994	-0.011	1.336	0.007	0.005	0.001
Si	32.684	2.73	1.346	-0.012	0.014	-0.051
Si	29.967	5.476	1.149	0.013	-0.019	-0.03
Si	32.828	-8.158	1.176	-0.021	0.027	-0.048
Si	30.212	-5.356	1.427	0.011	0.077	-0.022
Si	32.701	-2.891	1.69	-0.026	-0.055	0
Si	35.343	-0.04	1.665	0.011	0.016	-0.04
Si	37.801	2.791	1.354	0.009	-0.027	-0.048
Si	35.313	5.431	1.551	0.012	-0.014	-0.043
Si	38.082	-7.983	1.44	0.009	0.009	-0.047
Si	35.526	-5.441	1.195	-0.004	0.023	-0.048
Si	38.132	-2.544	1.402	0	0.005	-0.047
Si	40.693	0.214	1.507	0.029	0.006	-0.062
Si	-21.906	2.828	1.452	0.005	0.013	-0.086
Si	-24.676	5.452	1.19	-0.009	-0.011	-0.033
Si	-21.953	-8.204	1.287	0.023	-0.027	-0.002
Si	-24.597	-5.371	1.321	-0.028	0.016	-0.083
Si	-21.903	-2.512	1.188	0.046	-0.036	-0.029
Si	-19.184	0.223	1.112	0.032	-0.017	-0.02
Si	-16.2	2.9	1.267	0.033	0.008	0.009
Si	-19.287	5.422	1.72	-0.009	-0.022	-0.017
Si	-16.576	-8.393	1.288	-0.015	-0.069	-0.043
Si	-19.226	-5.458	1.489	-0.017	-0.014	-0.021
Si	-16.611	-2.701	1.065	0.01	-0.051	-0.018
Si	-13.669	0.006	1.026	-0.025	0.025	-0.021
Si	-10.822	2.647	1.091	-0.022	0.009	-0.052
Si	-13.433	5.463	1.404	0.01	0.073	0.002
Si	-10.845	-8.071	1.083	0.008	0	-0.032
Si	-13.869	-5.61	1.088	-0.034	-0.052	-0.022
Si	-10.943	-2.954	1.202	-0.044	0.017	-0.066
Si	-8.066	-0.066	1.221	0.021	-0.025	-0.054
Si	-5.287	2.753	1.253	0.025	-0.016	-0.092
Si	-8.011	5.463	1.209	0.007	0.014	-0.063
Si	-5.365	8.11	1.48	-0.015	-0.007	-0.022
Si	-8.089	-5.449	1.403	0.02	0.001	-0.041
Si	-5.329	-2.739	1.385	0.039	-0.05	-0.075
Si	-2.519	0.103	1.509	0.035	0.021	-0.028
Si	0.206	2.742	1.631	-0.02	0.02	-0.043
Si	-2.544	5.329	1.403	-0.031	0.015	-0.071
Si	0.167	8.187	1.413	-0.014	0.026	-0.068
Si	-2.547	-5.476	1.398	-0.031	0.046	-0.058
Si	0.152	-2.823	1.628	-0.004	-0.019	-0.048
Si	1.535	1.315	2.943	0.022	-0.003	0.046
Si	4.153	4.034	2.993	-0.002	-0.001	0.043
Si	1.51	6.79	2.76	-0.001	-0.016	0.005
Si	4.11	9.394	2.823	0.017	0.025	0.015
Si	1.523	-4.174	2.913	0.016	-0.019	0.015
Si	4.219	-1.453	2.941	-0.015	-0.009	-0.001
Si	6.804	1.213	2.93	0.039	0.005	0.026
Si	9.573	4.06	2.881	-0.015	0.006	0.037
Si	6.922	6.782	2.94	0.018	-0.005	0.022
Si	9.596	9.469	2.803	0.004	-0.017	0.008
Si	6.938	12.118	2.953	0.009	-0.019	0.042
Si	9.444	-1.312	2.779	-0.041	0.003	0.005
Si	12.146	1.385	2.677	-0.014	0.032	0.008
Si	14.911	4.042	2.763	-0.002	0.006	-0.01
Si	12.258	6.769	2.801	-0.013	-0.003	0.052
Si	14.978	9.589	2.766	-0.03	-0.01	0.033
Si	12.272	12.147	2.826	0.04	-0.016	-0.004
Si	14.938	-1.376	2.688	0.05	-0.027	0.019
Si	17.71	1.335	2.827	-0.005	-0.028	0.033
Si	20.383	4.097	2.645	-0.019	0.032	-0.003
Si	17.616	6.713	2.796	0.025	0.001	0.04
Si	20.27	-6.659	2.894	-0.035	0.004	0.057
Si	17.544	-3.978	2.637	-0.024	0.027	0.023
Si	20.335	-1.277	2.681	-0.002	0.019	0.004
Si	23.088	1.404	2.535	-0.008	0.003	0.025
Si	25.804	4.17	2.47	-0.026	0.002	0.013
Si	23.152	6.896	2.692	-0.006	-0.042	0.013
Si	25.852	-6.744	2.585	0.027	0.019	0.017
Si	23.03	-4.116	2.732	0.003	0.007	0.038
Si	25.873	-1.401	2.61	-0.002	-0.047	0.02
Si	28.58	1.404	2.635	0.007	-0.001	0.02
Si	31.277	4.133	2.642	-0.013	-0.007	0.043
Si	28.561	6.859	2.482	-0.03	-0.024	-0.009
Si	31.465	-6.859	2.66	0.015	-0.062	0.016
Si	28.616	-4.043	2.601	-0.004	0.045	0.039
Si	31.289	-1.363	2.766	-0.035	0.007	0.019
Si	33.954	1.406	2.819	-0.015	0.015	0.001
Si	36.609	4.063	2.878	0.014	-0.018	0.032
Si	33.968	6.86	2.774	-0.027	0.032	0.045
Si	36.734	-6.682	2.786	-0.066	0.009	0.027
Si	34.128	-4.294	2.8	0.064	-0.024	0.045
Si	36.776	-1.354	2.914	0.01	-0.015	0.044
Si	39.271	1.536	2.77	-0.005	0.032	0.011
Si	-23.33	4.179	2.704	-0.021	0.013	0.04
Si	-25.837	6.878	2.68	0.023	-0.01	0.017
Si	-23.26	-6.795	2.665	0.006	0.015	0.028
Si	-25.883	-4.005	2.722	-0.029	-0.013	0.009
Si	-23.231	-1.288	2.705	0.018	0.012	0.011
Si	-20.471	1.439	2.674	0.052	0.012	0.038
Si	-17.686	4.057	2.735	0.031	-0.031	0.008
Si	-20.617	6.919	2.836	-0.04	0.031	0.014
Si	-17.803	-6.886	2.675	0.032	-0.005	0.01
Si	-20.567	-3.917	2.654	-0.054	-0.01	0.034
Si	-17.873	-1.279	2.491	-0.014	0.007	0.014
Si	-14.927	1.382	2.557	0.048	-0.013	0.014
Si	-12.117	3.991	2.63	0.052	-0.017	0.04
Si	-15.002	6.754	2.632	-0.024	-0.014	0.012
Si	-12.319	-6.809	2.474	0.022	0.016	0.021
Si	-15.172	-4.109	2.42	-0.001	0.026	-0.002
Si	-12.304	-1.409	2.414	-0.003	0.001	0.036
Si	-9.492	1.299	2.51	-0.008	0.002	-0.008
Si	-6.708	4.078	2.601	0.004	0.004	0.006
Si	-9.484	6.835	2.521	-0.012	-0.006	0.034
Si	-6.722	-6.796	2.763	0.002	0.013	0.028
Si	-9.565	-4.156	2.686	0.01	0.017	0.03
Si	-6.738	-1.372	2.694	-0.017	0.017	0.03
Si	-3.973	1.442	2.755	-0.046	-0.016	0.017
Si	-1.241	4.067	2.869	-0.016	-0.011	0.002
Si	-4.005	6.666	2.741	0.036	0.003	0.025
Si	-1.222	-6.82	2.811	0.01	-0.036	0.02
Si	-3.969	-4.118	2.716	0.004	-0.001	0.015
Si	-1.273	-1.395	2.852	-0.002	0.036	0.006
Si	0.097	-0.045	4.21	0.005	0.008	-0.021
Si	2.811	2.681	4.327	0.01	-0.026	0.024
Si	0.128	5.452	4.153	0.024	-0.002	0.004
Si	2.776	8.108	4.228	-0.018	0.018	-0.004
Si	0.093	-5.491	4.22	-0.013	0.016	-0.005
Si	2.832	-2.79	4.261	-0.009	-0.019	0.02
Si	5.497	-0.086	4.331	-0.02	0.015	0.013
Si	8.196	2.662	4.197	0.005	-0.003	-0.017
Si	5.547	5.41	4.272	-0.027	-0.009	-0.014
Si	8.264	8.154	4.241	0.01	0.004	0.005
Si	5.494	10.765	4.203	-0.003	-0.008	-0.025
Si	8.221	-2.727	4.232	-0.003	0.006	-0.04
Si	10.859	0.016	4.115	-0.001	0.012	-0.01
Si	13.542	2.685	4.095	-0.022	-0.014	0.008
Si	10.936	5.418	4.213	0.01	0.016	-0.014
Si	13.614	8.181	4.119	-0.01	0.015	-0.021
Si	10.925	10.816	4.194	0.002	0.002	0.011
Si	13.632	-2.746	4.114	0.013	0.007	-0.034
Si	16.29	-0.035	4.103	-0.01	0.023	-0.001
Si	19.089	2.738	4.095	0.002	-0.006	-0.007
Si	16.259	5.396	4.153	0.014	-0.004	-0.002
Si	18.978	-8.182	4.124	0.011	0.016	-0.006
Si	16.311	-5.368	4.111	0.032	-0.018	0.008
Si	18.971	-2.668	4.021	0	-0.025	-0.015
Si	21.758	0.064	3.989	0.019	0.019	-0.001
Si	24.473	2.774	3.888	0.011	0.003	-0.004
Si	21.758	5.479	3.997	0.005	0.004	-0.025
Si	24.536	-8.098	4.022	-0.016	0.034	0.005
Si	21.712	-5.378	4.185	0.008	0.019	0.024
Si	24.478	-2.727	3.994	-0.02	0.015	-0.007
Si	27.206	0.006	3.972	0.004	0.018	-0.008
Si	29.926	2.757	4.012	0.016	-0.005	0.002
Si	27.194	5.493	3.883	-0.012	0.013	-0.016
Si	29.949	-8.173	3.932	0.003	0.018	-0.007
Si	27.228	-5.402	3.959	0.002	-0.011	0.003
Si	29.879	-2.693	4.063	0.008	-0.025	0.006
Si	32.615	0.009	4.128	0.003	-0.011	0.012
Si	35.281	2.728	4.221	-0.027	-0.006	0.02
Si	32.591	5.478	4.076	-0.002	-0.037	-0.003
Si	35.355	-8.095	4.1	-0.005	0.005	-0.021
Si	32.71	-5.544	4.149	0.003	0.002	0.014
Si	35.392	-2.795	4.145	0.006	-0.016	-0.041
Si	38.059	0.093	4.192	-0.022	0.028	-0.011
Si	-24.589	2.811	4.123	-0.004	-0.011	0.009
Si	-27.214	5.492	4.064	-0.013	0.025	-0.036
Si	-24.526	-8.135	4.113	0.003	-0.004	0.001
Si	-27.201	-5.355	4.14	0.035	-0.001	0.007
Si	-24.534	-2.66	4.092	-0.007	0.015	-0.007
Si	-21.814	0.047	4.032	0	0.008	-0.027
Si	-19.074	2.715	4.061	-0.025	0.035	0.016
Si	-21.938	5.486	4.108	-0.004	-0.013	-0.01
Si	-19.157	-8.117	4.119	0.011	-0.007	0.017
Si	-21.882	-5.37	3.989	0.009	0.002	-0.007
Si	-19.138	-2.623	3.982	0.011	0.01	0.012
Si	-16.396	0.024	3.86	-0.022	0.015	-0.013
Si	-13.561	2.683	3.965	-0.025	0.02	-0.001
Si	-16.337	5.435	4.05	0	0.021	-0.004
Si	-13.634	-8.153	3.919	0.008	0.007	0.013
Si	-16.412	-5.443	3.927	0.012	-0.017	-0.003
Si	-13.716	-2.749	3.79	0.009	-0.025	-0.017
Si	-10.912	-0.059	3.846	-0.011	-0.017	-0.014
Si	-8.141	2.695	3.902	0.006	0.013	0.001
Si	-10.809	5.446	3.935	-0.006	0.002	-0.002
Si	-8.164	-8.181	3.997	0.001	-0.017	-0.015
Si	-10.971	-5.509	3.955	-0.002	-0.031	0.023
Si	-8.167	-2.738	3.992	0.017	-0.02	-0.015
Si	-5.378	0.013	4.041	0.014	0	-0.01
Si	-2.649	2.733	4.181	-0.015	-0.007	0.013
Si	-5.404	5.373	4.082	-0.002	-0.007	0.013
Si	-2.642	8.097	4.08	-0.01	0	-0.032
Si	-5.356	-5.44	4.084	0.008	0.002	0.033
Si	-2.672	-2.752	4.138	-0.016	-0.012	0.01
Si	1.35	-1.372	16.378	0.02	0.015	0.006
Si	4.074	1.342	16.365	-0.008	0.009	-0.018
Si	1.378	4.118	16.337	0.018	0.011	0.005
Si	4.067	6.818	16.407	0	0.004	-0.013
Si	1.323	-6.77	16.389	0.005	0	-0.001
Si	4.067	-4.106	16.421	0.008	0.001	-0.005
Si	6.86	-1.411	16.472	-0.01	0.018	-0.003
Si	9.533	1.302	16.387	-0.007	-0.018	-0.01
Si	6.836	4.061	16.42	0.001	0.017	-0.002
Si	9.537	6.768	16.425	0.018	-0.019	-0.003
Si	6.788	9.502	16.465	-0.01	0.001	0.007
Si	9.535	-4.117	16.502	-0.019	-0.006	0.004
Si	12.266	-1.43	16.376	0	-0.003	-0.007
Si	15.02	1.331	16.334	-0.004	-0.023	-0.017
Si	12.284	4.068	16.4	0.017	0.004	-0.005
Si	15.028	6.806	16.383	-0.003	-0.006	-0.011
Si	12.273	9.511	16.473	-0.001	-0.012	0.014
Si	14.943	-4.147	16.317	-0.03	-0.005	-0.008
Si	17.752	-1.355	16.285	0.017	-0.002	-0.016
Si	20.489	1.413	16.319	0.024	0.005	0.001
Si	17.794	4.121	16.348	0.008	0.027	0.002
Si	20.45	-9.572	16.321	0.001	-0.018	-0.013
Si	17.732	-6.861	16.321	-0.017	-0.017	0.007
Si	20.454	-4.09	16.31	-0.007	0.008	-0.018
Si	23.166	-1.323	16.277	-0.004	0.004	-0.005
Si	25.836	1.337	16.341	0	-0.011	-0.002
Si	23.119	4.01	16.356	-0.016	-0.014	0.008
Si	25.858	-9.526	16.323	0.012	0.011	-0.01
Si	23.173	-6.824	16.334	-0.009	0.01	-0.008
Si	25.881	-4.068	16.269	-0.002	0.004	0.003
Si	28.532	-1.38	16.333	-0.013	0.001	-0.006
Si	31.286	1.358	16.264	-0.006	0.014	-0.017
Si	28.536	4.083	16.293	0.012	-0.003	-0.009
Si	31.261	-9.568	16.21	0.01	-0.01	-0.023
Si	28.58	-6.779	16.266	0.011	-0.006	0.007
Si	31.271	-4.079	16.326	-0.002	0.012	-0.019
Si	33.974	-1.368	16.327	-0.009	-0.001	0.011
Si	36.725	1.329	16.343	-0.012	0.007	-0.005
Si	33.999	4.055	16.282	-0.018	0.001	-0.003
Si	36.744	-9.522	16.305	0.007	0.013	-0.01
Si	34.002	-6.784	16.28	0.014	0.008	0.005
Si	36.751	-4.048	16.303	0.006	0.025	-0.004
Si	39.425	-1.356	16.385	-0.003	-0.008	-0.014
Si	-23.119	1.374	16.417	0.013	-0.021	0.008
Si	-25.811	4.063	16.375	-0.007	0.007	0.005
Si	-23.1	-9.519	16.37	-0.003	0.006	-0.004
Si	-25.826	-6.794	16.343	-0.008	0.009	-0.004
Si	-23.127	-4.079	16.372	-0.003	-0.005	-0.01
Si	-20.407	-1.335	16.371	0.005	-0.024	-0.004
Si	-17.735	1.407	16.245	-0.005	-0.003	0
Si	-20.447	4.107	16.34	-0.01	-0.01	0.004
Si	-17.728	-9.477	16.267	-0.005	-0.012	-0.016
Si	-20.426	-6.797	16.362	0	-0.009	-0.003
Si	-17.671	-4.01	16.357	0.015	0.002	0.01
Si	-15.028	-1.34	16.198	-0.001	-0.018	-0.001
Si	-12.288	1.408	16.139	-0.001	-0.003	-0.026
Si	-14.997	4.155	16.194	0.008	-0.003	-0.023
Si	-12.256	-9.434	16.189	0.008	0.019	0.007
Si	-14.979	-6.71	16.228	0.014	0.003	-0.003
Si	-12.325	-4.114	16.129	-0.007	-0.002	-0.015
Si	-9.549	-1.319	16.107	0.001	0.002	-0.025
Si	-6.819	1.379	16.13	0.006	0	-0.004
Si	-9.526	4.15	16.123	0.016	-0.002	0
Si	-6.844	6.776	16.269	-0.011	-0.008	0.011
Si	-9.583	-6.861	16.204	-0.011	-0.01	-0.003
Si	-6.837	-4.104	16.155	-0.014	0	-0.017
Si	-4.072	-1.384	16.223	0.005	0.021	0.005
Si	-1.401	1.335	16.279	0.005	0.006	-0.008
Si	-4.143	4.105	16.256	-0.003	0.001	0.003
Si	-1.373	6.844	16.298	0.003	-0.003	0.003
Si	-4.09	9.556	16.27	0	0.011	0.003
Si	-1.407	-4.107	16.35	-0.023	-0.004	0.009
Si	2.723	-0.003	17.739	0.008	-0.002	0.012
Si	5.45	2.675	17.715	-0.02	-0.009	-0.014
Si	2.688	5.496	17.762	-0.007	-0.003	0.033
Si	5.366	8.187	17.822	-0.017	0.012	0.003
Si	2.681	-5.438	17.794	-0.01	-0.012	0.007
Si	5.459	-2.788	17.782	0.015	0.005	0.005
Si	8.251	-0.054	17.843	0.032	-0.027	0.002
Si	10.879	2.684	17.697	-0.007	0.009	0.009
Si	8.178	5.428	17.81	-0.027	-0.033	0.013
Si	10.883	8.117	17.797	-0.024	-0.004	-0.022
Si	8.161	10.816	17.861	0	0.007	0.008
Si	10.926	-2.738	17.831	0.02	0.022	-0.001
Si	13.67	-0.08	17.667	0.021	0.004	-0.014
Si	16.411	2.733	17.606	0.012	0.003	-0.007
Si	13.642	5.472	17.73	-0.006	0.002	0.002
Si	16.445	8.095	17.763	0.005	-0.022	0.002
Si	13.645	10.883	17.834	0.01	0.028	0.04
Si	16.329	-2.741	17.533	0.006	0.02	-0.047
Si	19.147	0.02	17.603	-0.029	-0.015	-0.016
Si	21.778	2.706	17.848	-0.019	-0.015	0.005
Si	19.154	5.443	17.801	-0.008	0.005	0.01
Si	21.805	-8.227	17.657	0.02	-0.002	-0.012
Si	19.076	-5.472	17.634	0.016	0.003	0.005
Si	21.848	-2.705	17.611	-0.003	0.012	0.008
Si	24.447	0.019	17.735	-0.006	-0.009	-0.021
Si	27.22	2.694	17.666	-0.005	0.005	0.002
Si	24.495	5.384	17.642	-0.019	0.004	-0.001
Si	27.283	-8.166	17.636	0.006	-0.007	-0.009
Si	24.583	-5.448	17.635	-0.005	-0.006	-0.016
Si	27.137	-2.708	17.721	0.027	0.013	0.027
Si	29.968	-0.03	17.613	0.007	0.016	-0.015
Si	32.625	2.709	17.639	0.016	-0.013	0.008
Si	29.896	5.463	17.624	0.001	0.017	-0.007
Si	32.635	-8.233	17.522	0.001	0.01	-0.007
Si	29.888	-5.417	17.677	0.021	0.013	0.043
Si	32.613	-2.721	17.712	-0.015	-0.009	-0.004
Si	35.35	-0.036	17.69	0.007	-0.022	0.024
Si	38.107	2.666	17.71	0.018	-0.01	-0.005
Si	35.389	5.402	17.613	-0.007	0.003	-0.003
Si	38.088	-8.16	17.683	0.004	-0.021	0.003
Si	35.381	-5.399	17.616	-0.022	-0.003	-0.005
Si	38.078	-2.734	17.754	-0.008	0.003	0.01
Si	40.765	0.006	17.769	0.006	-0.008	-0.013
Si	-21.746	2.742	17.787	0.012	0.019	0.015
Si	-24.434	5.423	17.74	0.014	-0.004	0.017
Si	-21.762	-8.173	17.785	0.007	-0.005	-0.007
Si	-24.463	-5.471	17.744	0.004	-0.001	-0.011
Si	-21.801	-2.687	17.734	0.007	0.008	-0.011
Si	-19.003	0.035	17.694	-0.005	-0.002	-0.01
Si	-16.417	2.851	17.532	-0.019	0.007	0.011
Si	-19.128	5.536	17.664	0.018	0.038	-0.026
Si	-16.329	-8.09	17.544	-0.015	-0.002	-0.013
Si	-19.053	-5.404	17.671	-0.006	0.003	0.003
Si	-16.293	-2.617	17.737	0.011	0.03	0.009
Si	-13.687	0.072	17.471	0.01	0.001	0.009
Si	-10.88	2.786	17.411	-0.006	0.005	-0.007
Si	-13.609	5.53	17.51	-0.018	0.007	-0.005
Si	-10.936	-8.147	17.675	0.006	0.005	0.018
Si	-13.62	-5.389	17.645	0.005	0	0.035
Si	-10.971	-2.689	17.345	-0.022	-0.004	-0.016
Si	-8.147	0.004	17.457	-0.015	0.003	0.01
Si	-5.558	2.745	17.56	-0.014	-0.009	-0.014
Si	-8.248	5.43	17.637	0.002	-0.012	0.018
Si	-5.446	8.168	17.562	0.012	-0.006	0.009
Si	-8.191	-5.493	17.474	0.013	-0.004	0.006
Si	-5.443	-2.787	17.498	0.004	-0.011	-0.018
Si	-2.775	-0.012	17.641	-0.011	-0.023	0.031
Si	0.005	2.694	17.576	-0.011	-0.015	-0.027
Si	-2.739	5.455	17.588	-0.013	-0.001	0.005
Si	-0.102	-8.075	17.727	-0.013	0.031	0.013
Si	-2.761	-5.464	17.753	0.029	-0.017	-0.003
Si	-0.064	-2.723	17.695	-0.002	0.013	-0.006
Si	1.3	1.385	19.022	0.001	0.014	-0.013
Si	4.105	4.078	19.024	0.005	-0.012	-0.035
Si	1.257	6.922	19.067	0.025	0.014	-0.029
Si	3.955	-6.808	19.244	0.022	-0.032	0.005
Si	1.281	-4.053	19.093	0.002	0.004	0.009
Si	4.145	-1.348	19.078	0.001	0.013	-0.047
Si	6.806	1.312	19.094	-0.018	-0.004	-0.004
Si	9.546	4.001	19.13	0.01	-0.009	-0.031
Si	6.764	6.825	19.124	0.013	0.01	-0.032
Si	9.528	9.425	19.221	0.003	-0.033	-0.008
Si	6.737	-4.187	19.215	-0.022	-0.028	-0.031
Si	9.637	-1.392	19.29	-0.005	0.029	-0.004
Si	12.268	1.276	18.945	-0.033	-0.026	-0.022
Si	15.106	4.121	18.955	0.014	0.01	-0.037
Si	12.246	6.772	19.151	0.003	-0.005	0.003
Si	15.099	9.477	19.081	-0.025	0.004	-0.024
Si	12.267	-4.056	19.248	0.015	-0.01	0.027
Si	15.049	-1.462	18.988	-0.008	-0.028	-0.008
Si	17.784	1.379	18.924	0.01	0.01	-0.032
Si	20.437	4.088	19.271	0.017	-0.003	0.009
Si	17.834	6.792	19.223	-0.016	0.036	-0.029
Si	20.422	-6.866	18.969	-0.013	-0.034	-0.033
Si	17.646	-4.073	18.87	-0.028	0.001	-0.03
Si	20.526	-1.313	18.951	0.008	0.036	-0.034
Si	23.142	1.327	19.232	-0.01	0.001	-0.003
Si	25.855	4.058	19.014	-0.005	-0.008	-0.028
Si	23.132	-9.624	19.022	-0.051	-0.019	-0.014
Si	25.992	-6.778	18.981	-0.003	0.037	-0.028
Si	23.212	-4.076	18.94	0.047	0.016	-0.043
Si	25.702	-1.39	19.115	-0.008	-0.049	0.004
Si	28.62	1.296	18.953	0.015	0.02	-0.018
Si	31.232	4.087	18.946	-0.018	-0.016	-0.024
Si	28.604	-9.502	19.062	0.047	-0.004	-0.022
Si	31.243	-6.946	18.863	-0.059	-0.022	-0.034
Si	28.555	-3.996	19.085	0.003	-0.004	-0.031
Si	31.254	-1.337	19.083	-0.008	-0.018	0.018
Si	33.973	1.341	19.003	-0.017	0.02	-0.046
Si	36.732	4.043	18.991	-0.027	0.023	0.005
Si	34.011	-9.54	18.895	-0.003	-0.008	-0.018
Si	36.696	-6.769	18.981	0.019	0.018	-0.034
Si	34.024	-4.089	19.005	0.058	-0.01	-0.007
Si	36.671	-1.396	19.113	-0.007	0.01	-0.027
Si	39.402	1.329	19.179	-0.013	-0.007	0.012
Si	-23.123	4.071	19.199	-0.001	0.015	-0.017
Si	39.468	-9.513	19.045	0.006	0.016	-0.023
Si	-23.131	-6.836	19.158	-0.023	-0.001	0.001
Si	39.448	-4.137	19.1	-0.006	0.028	-0.025
Si	42.091	-1.365	19.141	0.001	-0.026	-0.007
Si	-20.314	1.372	19.101	-0.022	0.009	-0.001
Si	-17.73	4.224	18.955	0.019	-0.005	-0.009
Si	-20.431	-9.531	19.206	-0.012	-0.027	0.007
Si	-17.663	-6.795	18.965	0.001	-0.013	-0.019
Si	-20.402	-4.039	19.045	0.009	-0.026	-0.026
Si	-17.609	-1.199	19.151	0.027	0.018	-0.018
Si	-15.062	1.467	18.794	0.007	-0.023	-0.038
Si	-12.198	4.154	18.768	0.02	0.014	-0.052
Si	-14.915	-9.383	18.875	0.018	0.004	-0.029
Si	-12.27	-6.73	19.058	-0.003	0	-0.035
Si	-14.871	-3.964	19.075	0.032	0.029	-0.017
Si	-12.297	-1.339	18.708	-0.012	-0.014	-0.045
Si	-9.498	1.44	18.715	0.032	0.006	-0.045
Si	-6.918	4.035	19.006	-0.008	-0.047	-0.009
Si	-9.63	6.737	19.059	-0.023	-0.002	-0.027
Si	-6.876	9.458	18.889	-0.002	0.009	-0.025
Si	-9.62	-4.06	18.625	-0.012	-0.019	-0.04
Si	-6.766	-1.39	18.768	0.001	0.008	-0.038
Si	-4.221	1.38	18.893	0.015	0.004	-0.015
Si	-1.375	4.032	18.869	0.021	-0.017	-0.019
Si	-4.027	6.882	18.933	0.031	0.039	-0.02
Si	-1.425	-6.778	19.246	-0.004	-0.003	-0.03
Si	-4.218	-4.113	19.011	0	-0.01	-0.003
Si	-1.423	-1.363	19.047	-0.022	0.028	-0.021
Si	-0.07	0.044	20.414	-0.035	-0.002	0.007
Si	2.731	2.727	20.334	-0.007	-0.013	0.053
Si	-0.082	5.418	20.23	-0.006	-0.035	0.039
Si	2.466	8.265	20.625	-0.032	0.038	0.055
Si	-0.083	-5.279	20.577	-0.057	-0.034	0.081
Si	2.65	-2.637	20.345	0.006	-0.008	0.023
Si	5.594	-0.094	20.513	0.009	-0.027	0.053
Si	8.071	2.696	20.468	0.007	0.061	0.054
Si	5.4	5.449	20.427	-0.004	0.005	0.049
Si	8.074	8.109	20.606	-0.002	0.015	0.02
Si	5.3	-5.506	20.679	0.032	0.031	0.015
Si	8.21	-2.875	20.523	0.014	0.005	0.064
Si	11.101	0.055	20.582	-0.016	-0.051	0.033
Si	13.69	2.672	20.094	0.029	-0.005	-0.012
Si	10.922	5.316	20.521	0.006	0.003	0.012
Si	13.704	8.15	20.426	-0.003	0.016	0.034
Si	10.911	10.786	20.579	0.025	0.021	0.029
Si	13.765	-2.684	20.548	-0.028	-0.03	0.021
Si	16.455	-0.043	20.185	0.021	-0.015	0.012
Si	18.982	2.649	20.5	-0.007	0.005	0.085
Si	16.483	5.321	20.487	0.021	-0.014	0.099
Si	19.141	8.271	20.583	-0.034	0	0.096
Si	16.439	10.924	20.375	-0.039	-0.011	0.063
Si	19.043	-2.692	20.075	-0.013	0.006	0.022
Si	21.769	-0.092	20.591	0.009	-0.022	0.062
Si	24.524	2.785	20.505	0.004	-0.003	0.064
Si	21.834	5.466	20.65	0.036	0.03	0.068
Si	24.629	-8.235	20.154	0.02	-0.009	0.021
Si	21.85	-5.48	20.159	0.004	-0.001	0.02
Si	24.346	-2.804	20.559	-0.006	0.045	0.054
Si	27.18	0.014	20.279	0.015	-0.004	0.036
Si	29.94	2.674	20.319	0.009	0.004	0.042
Si	27.233	5.421	20.345	-0.005	0.01	0.054
Si	29.971	-8.158	20.458	0	0.014	0.063
Si	27.276	-5.435	20.45	-0.005	-0.006	0.055
Si	29.852	-2.566	20.525	-0.05	0.005	0.06
Si	32.66	-0.023	20.43	0.019	0.009	0.058
Si	35.351	2.714	20.325	0.011	-0.032	0.047
Si	32.625	5.462	20.227	0.009	0.01	0.043
Si	35.298	-8.135	20.256	-0.024	-0.016	0.039
Si	32.658	-5.626	20.095	0.039	-0.03	0.019
Si	35.305	-2.777	20.502	0	0	0.037
Si	37.994	-0.023	20.537	-0.033	-0.019	0.06
Si	40.719	2.717	20.569	0.019	0.028	0.064
Si	38.069	5.415	20.323	0.032	-0.003	0.035
Si	40.789	-8.216	20.543	-0.022	-0.024	0.077
Si	38.073	-5.521	20.423	-0.014	-0.002	0.058
Si	40.74	-2.789	20.542	-0.006	0.006	0.042
Si	43.495	0.046	20.426	-0.003	0.02	0.026
Si	-18.942	2.833	20.409	-0.005	-0.01	0.06
Si	-21.759	5.395	20.67	-0.022	-0.007	0.065
Si	-18.958	-8.153	20.446	0.035	0.011	0.049
Si	-21.724	-5.458	20.442	0.033	0.002	0.04
Si	-19.018	-2.635	20.387	0.004	-0.01	0.058
Si	-16.244	0.327	20.464	-0.058	-0.003	0.072
Si	-13.608	2.807	19.975	0.002	0.025	0.025
Si	-16.291	5.617	20.201	-0.026	0.028	0.043
Si	-13.603	-8.157	20.42	-0.003	-0.015	0.069
Si	-16.284	-5.41	20.28	-0.003	-0.016	0.049
Si	-13.464	-2.493	20.374	-0.008	-0.02	0.099
Si	-10.872	0.028	19.89	0.013	0.004	0.006
Si	-8.323	2.622	20.37	0.029	0.038	0.094
Si	-10.996	5.307	20.424	0.022	0.02	0.083
Si	-8.227	8.132	20.311	0.003	0.001	0.064
Si	-10.867	-5.206	20.212	-0.017	-0.007	0.094
Si	-8.215	-2.784	19.908	0.034	0.002	0.027
Si	-5.577	-0.004	20.231	0.022	0.014	0.037
Si	-2.777	2.7	20.178	0.019	-0.029	0.02
Si	-5.441	5.486	20.116	-0.012	0.003	0.035
Si	-2.752	-8.247	20.614	-0.014	-0.009	0.039
Si	-5.556	-5.564	20.335	0.024	-0.001	0.042
Si	-2.933	-2.664	20.338	0.012	0.028	0.043
Si	1.66	-0.957	21.646	-0.344	-0.27	-0.752
Si	3.975	1.181	21.579	0.231	0.226	-0.751
Si	1.527	4.346	21.517	-0.002	-0.234	-0.749
Si	3.708	6.558	21.642	0.084	0.173	-0.72
Si	1.078	-6.628	22.141	0.218	-0.004	-0.842
Si	4.101	-3.75	21.769	-0.195	-0.432	-0.688
Si	6.649	-1.823	21.887	0.209	0.464	-0.683
Si	9.607	1.478	21.738	-0.055	-0.105	-0.679
Si	6.984	4.353	21.811	-0.099	-0.164	-0.712
Si	9.296	6.477	21.781	0.089	0.056	-0.647
Si	6.818	-6.738	22.069	-0.2	-0.204	-0.604
Si	9.173	-4.562	21.863	0.132	0.069	-0.725
Si	12.931	-0.898	21.887	-0.225	-0.102	-0.635
Si	15.056	1.342	21.373	0.034	0.015	-0.466
Si	12.685	4.118	21.576	-0.509	-0.2	-0.644
Si	14.845	6.49	21.623	0.35	0.345	-0.634
Si	12.63	9.717	21.813	-0.126	-0.15	-0.685
Si	14.9	-4.367	21.813	0.058	0.232	-0.67
Si	18.007	-1.166	21.494	-0.103	-0.027	-0.75
Si	20.126	1.074	21.791	0.192	0.144	-0.709
Si	17.243	3.519	21.886	0.149	0.171	-0.748
Si	20.839	7.273	21.876	-0.32	-0.393	-0.694
Si	18.127	10.082	21.775	-0.016	-0.204	-0.703
Si	20.34	-4.145	21.279	-0.003	-0.075	-0.523
Si	22.503	-1.962	21.915	0.36	0.304	-0.703
Si	26.176	1.611	21.648	-0.154	-0.05	-0.665
Si	23.587	4.438	21.914	-0.281	-0.127	-0.73
Si	25.773	-9.622	21.647	0.145	0.056	-0.625
Si	23.161	-6.975	21.359	0.006	0.213	-0.724
Si	26.038	-3.939	21.772	-0.287	-0.257	-0.748
Si	28.063	-1.474	21.863	0.503	0.265	-0.639
Si	31.571	1.635	21.66	-0.258	-0.28	-0.72
Si	28.376	3.827	21.606	0.135	0.081	-0.689
Si	31.598	-9.351	21.685	-0.245	-0.11	-0.726
Si	29.029	-6.385	21.726	-0.148	-0.182	-0.785
Si	31.238	-4.283	21.278	-0.185	0.134	-0.626
Si	34.227	-1.112	21.819	-0.153	-0.216	-0.739
Si	36.371	1.194	21.788	0.238	0.092	-0.775
Si	33.767	3.925	21.527	0.247	0.16	-0.74
Si	36.848	-9.321	21.493	-0.128	-0.159	-0.729
Si	33.74	-7.064	21.647	0.123	0.185	-0.72
Si	36.867	-4.042	21.758	-0.299	-0.141	-0.713
Si	39.026	-1.738	21.792	0.195	0.164	-0.783
Si	42.33	1.55	21.83	-0.152	-0.152	-0.677
Si	39.478	4.307	21.839	-0.118	-0.238	-0.727
Si	41.806	-9.862	21.926	0.206	0.17	-0.811
Si	39.1	-7.146	21.799	0.278	0.243	-0.756
Si	42.406	-3.933	21.801	-0.347	-0.281	-0.591
Si	44.604	-1.579	21.673	0.288	0.24	-0.683
Si	-17.125	2.169	21.819	-0.123	-0.289	-0.728
Si	-20.584	3.692	21.879	0.164	0.322	-0.743
Si	-17.297	-9.227	21.744	-0.186	-0.157	-0.714
Si	-20.05	-6.522	21.71	-0.19	-0.162	-0.733
Si	-17.86	-4.28	21.567	0.086	0.145	-0.75
Si	-14.479	-0.705	21.579	-0.027	-0.145	-0.727
Si	-12.275	1.345	21.149	-0.038	-0.039	-0.572
Si	-14.82	4.247	21.326	0.082	0.037	-0.477
Si	-12.619	6.406	21.732	0.068	0.122	-0.684
Si	-15.177	-6.926	21.676	0.227	0.083	-0.711
Si	-11.627	-3.392	21.593	-0.19	-0.122	-0.78
Si	-9.443	-1.28	21.151	0.005	0.028	-0.519
Si	-7.278	0.886	21.583	0.029	0.164	-0.694
Si	-10.095	3.488	21.699	0.223	0.274	-0.756
Si	-6.655	6.858	21.532	-0.113	0.024	-0.685
Si	-9.386	9.833	21.456	0.016	-0.047	-0.643
Si	-7.248	-4.326	21.36	0.134	-0.113	-0.673
Si	-4	-0.998	21.633	-0.055	-0.154	-0.697
Si	-1.725	1.198	21.629	0.186	0.076	-0.617
Si	-3.929	4.285	21.398	0.062	0.013	-0.637
Si	-1.585	6.291	21.804	0.056	0.338	-0.638
Si	-4.542	-7.184	21.779	0.265	0.17	-0.768
Si	-1.57	-3.862	21.767	0.03	-0.089	-0.718
Si	6.707	-2.004	24.933	0.031	-0.122	-0.035
Si	5.559	2.545	23.937	-0.017	0.051	-0.169
Si	2.122	4.18	-2.673	-0.151	0.064	0.199
Si	4.172	4.264	-6.904	-0.081	-0.014	-0.033
Si	2.489	-8.02	25.77	0.015	0.027	-0.057
Si	4.914	-2.554	-2.077	0.09	-0.061	0.276
Si	9.517	-3.654	-4.976	-0.073	0.014	-0.04
Si	14.714	-7.414	26.012	0.056	0.158	-0.056
Si	13.063	-4.724	25.722	-0.054	0.037	0.063
Si	17.691	-3.851	26.267	0.117	0.047	-0.035
Si	4.959	8.029	24.178	0.148	0.149	0.008
Si	16.374	-2.551	23.831	-0.086	-0.143	-0.058
Si	17.436	-6.648	24.778	0.019	0.051	-0.173
Si	11.303	2.799	23.747	0.024	-0.042	-0.063
Si	8.776	-6.537	26.253	0.018	0.025	-0.007
Si	18.149	6.758	-6.449	-0.001	-0.12	-0.12
Si	13.679	-1.901	24.604	-0.052	-0.027	-0.104
Si	13.908	-0.115	-5.994	-0.009	-0.143	0.058
Si	17.885	3.643	24.94	-0.077	-0.024	-0.061
Si	27.263	7.756	-2.655	0.042	0.128	0.102
Si	10.34	-8.172	-7.118	0.098	-0.072	0.044
Si	18.789	6.619	-3.505	0.024	0.132	0.144
Si	24.052	-7.588	25.592	-0.091	-0.004	-0.055
Si	22.636	4.356	24.789	0.023	-0.062	-0.084
Si	28.281	-3.423	-4.122	-0.032	0.043	0.104
Si	21.292	-0.421	-4.537	-0.039	-0.048	-0.004
Si	26.558	7.496	24.495	0.127	0.162	-0.128
Si	28.599	-6.588	24.82	0.027	0.061	-0.027
Si	23.523	-8.083	-2.248	-0.02	-0.045	-0.012
Si	26.661	0.05	24.077	0.074	-0.168	-0.158
Si	27.481	2.035	-5.011	-0.211	-0.036	0.009
Si	28.238	5.263	25.765	0.106	0.038	0.04
Si	27.293	6.296	-5.121	0.026	-0.035	0.048
Si	31.511	-6.857	26.118	0.005	0.038	-0.043
Si	23.643	-7.533	-5.117	0.003	-0.086	0.047
Si	-29.041	-1.197	-4.548	-0.036	-0.057	-0.027
Si	-32.273	-3.171	23.555	0.084	0.032	-0.063
Si	-26.364	-6.961	-6.143	0.096	0.004	0.075
Si	-30.015	5.478	23.764	-0.003	-0.06	0.059
Si	-25.037	-4.063	26.176	0.074	0.076	0.009
Si	-29.31	-5.825	-6.634	0.011	-0.013	-0.105
Si	-25.378	-6.865	24.858	-0.072	-0.087	-0.082
Si	-18.677	3.163	24.217	-0.005	0.018	-0.153
Si	-22.889	2.818	-6.171	0.057	-0.081	0.146
Si	-20.641	-6.979	24.738	0.084	0.055	-0.117
Si	-17.959	-6.983	-7.033	-0.123	-0.058	-0.09
Si	-25.193	-2.686	-4.143	-0.109	-0.041	0.075
Si	-21.011	-1.542	24.58	-0.045	0.088	-0.104
Si	-20.604	6.276	-4.137	0.011	-0.04	0.01
Si	-17.944	5.029	-4.438	0.007	0.055	0.072
Si	-19.591	1.004	-4.489	-0.077	0.009	0.143
Si	-17.328	5.912	24.656	-0.043	0.05	-0.093
Si	-22.826	7.544	-5.859	0.01	0.041	0.012
Si	-16.991	-3.775	24.475	-0.031	0.047	-0.073
Si	-22.544	0.961	-4.031	0.087	0.003	0.068
Si	-7.346	2.66	-5.048	-0.032	-0.012	0.191
Si	-18.262	3.878	-1.497	0.016	0.079	0.204
Si	-13.792	-6.144	24.392	0.009	-0.038	-0.164
Si	-14.572	5.466	25.906	-0.123	-0.007	-0.076
Si	-10.179	2.971	24.601	-0.041	0.088	-0.22
Si	-5.628	2.611	23.545	0.008	0.02	-0.011
Si	-2.023	2.199	-2.134	-0.003	0.127	-0.014
Si	-0.532	4.139	-4.125	0.028	-0.011	0.126
Si	-4.038	-3.796	-4.099	0.008	-0.017	0.026
Si	-5.577	-7.513	-4.986	0.061	-0.137	0.004
Si	-5.974	-2.719	-5.955	0.121	0.032	0.141
Si	-5.672	-2.732	23.527	0.045	-0.026	-0.083
Si	-1.798	-1.136	-5.552	0.048	0.117	0.034
Si	-4.119	5.628	-4.938	-0.163	-0.015	0.074
Si	-1.644	7.937	-7.127	0.083	-0.038	0.004
Si	0.097	-2.252	23.782	0.01	-0.007	-0.005
Si	4.166	-0.642	25.911	-0.066	0.047	0.155
Si	1.824	1.374	25.484	-0.051	0.005	0.084
Si	3.479	1.394	-2.541	-0.022	-0.05	0.164
Si	1.942	-7.647	-2.943	0.01	0.08	0.186
Si	0.777	-2.562	-4.883	-0.016	0.005	-0.077
Si	2.29	-1.19	-2.441	-0.112	0.03	0.099
Si	7.837	2.003	25.567	-0.019	-0.043	-0.063
Si	7.956	2.544	-4.795	0.104	0.117	-0.064
Si	5.123	1.973	-5.002	-0.081	0.094	-0.049
Si	6.699	6.989	-4.328	-0.038	-0.098	0.138
Si	10.201	-4.575	24.678	-0.068	0.106	-0.015
Si	4.919	7.386	-6.775	0.048	-0.067	-0.236
Si	10.046	0.365	24.349	-0.021	0.063	-0.133
Si	14.001	6.472	24.342	0.129	-0.043	-0.124
Si	16.135	5.342	-2.231	-0.1	-0.116	0.036
Si	9.539	4.252	25.749	-0.022	-0.033	-0.024
Si	17.726	-6.87	-2.852	0.067	-0.035	0.158
Si	12.444	-2.614	-4.901	0.084	-0.015	-0.046
Si	12.816	2.258	-4.66	-0.047	-0.026	-0.039
Si	11.415	7.63	23.794	0.014	0.01	-0.194
Si	15.345	4.466	26.203	0.074	0.016	-0.125
Si	21.507	7.249	24.775	-0.093	0.056	-0.179
Si	24.301	-5.352	23.738	0.031	0.068	-0.085
Si	18.637	-1.336	-3.2	0.003	-0.072	0.279
Si	21.167	-2.75	-6.515	0.022	-0.055	-0.085
Si	22.479	1.423	-6.651	0.071	-0.044	0.042
Si	27.058	-5.418	-2.033	0.031	-0.036	0.041
Si	24.466	3.075	-4.873	0.214	0.002	-0.075
Si	24.635	-1.474	26.048	0.059	0.17	-0.035
Si	28.919	-3.055	-6.918	-0.074	-0.044	-0.079
Si	31.627	-3.704	26.005	-0.022	-0.106	0.039
Si	22.776	-3.05	24.599	-0.063	0.113	-0.126
Si	-30.051	4.564	-5.366	-0.006	-0.065	0
Si	31.121	2.172	24.523	-0.046	0.042	-0.127
Si	32.081	-7.07	-4.36	0.062	-0.044	0.008
Si	27.181	-1.04	-5.53	0.115	-0.119	-0.012
Si	32.522	-0.347	-1.809	-0.031	0.035	0.007
Si	-21.101	3.294	-3.937	-0.065	-0.01	-0.015
Si	-25.643	6.813	-4.677	-0.008	0.099	-0.028
Si	-30.933	3.549	-2.867	-0.04	-0.022	0.173
Si	-25.995	-1.307	24.851	-0.084	-0.006	-0.03
Si	-30.152	-5.363	23.967	-0.007	-0.064	-0.065
Si	-31.206	-0.513	-6.444	0.061	0.043	-0.17
Si	-27.876	3.24	24.018	-0.078	0.071	-0.176
Si	-22.94	7.598	24.86	-0.166	-0.066	-0.106
Si	-24.571	7.883	-2.172	-0.011	-0.058	-0.04
Si	30.325	5.025	23.807	-0.001	-0.008	-0.194
Si	-28.407	0.15	-7.064	0.018	-0.066	-0.055
Si	-22.361	-4.346	24.766	-0.175	0.018	-0.18
Si	-15.98	0.866	-6.775	-0.034	0.003	-0.005
Si	-23.517	0.4	24.725	-0.034	-0.009	-0.142
Si	-19.527	8.103	-2.083	0.004	-0.06	0.043
Si	-17.482	-7.116	-4.219	-0.087	0.094	-0.025
Si	-13.834	-0.193	-5.218	-0.005	0	0.197
Si	-11.816	1.616	-6	0.024	0.105	0.063
Si	-9.325	0.585	25.982	-0.072	0.014	-0.057
Si	-14.9	-1.557	24.454	-0.021	0.009	-0.061
Si	-15.447	6.855	-4.598	-0.056	0.044	0.083
Si	-9.568	-3.728	-4.219	-0.069	-0.064	-0.058
Si	-10.194	-4.112	26.168	0.038	-0.015	0.105
Si	-18.722	-2.177	26.282	0.063	-0.015	-0.101
Si	-15.21	-2.762	-4.983	-0.15	-0.085	0.034
Si	-9.135	5.175	26.248	-0.063	-0.027	0.043
Si	-6.949	5.262	24.154	0.009	-0.126	-0.182
Si	-11.243	-7.913	23.677	-0.064	-0.114	-0.217
Si	-7.824	-2.166	25.77	-0.033	-0.009	-0.006
Si	-3.311	1.809	25.523	0.124	0.018	-0.074
Si	-12.594	-3.423	24.508	0.002	-0.009	-0.183
Si	-8.099	7.101	-4.385	-0.055	0.012	0.052
Si	2.101	-5.415	-5.106	0.044	0.031	-0.017
Si	-3.571	-5.148	23.798	-0.011	0.029	-0.117
Si	-4.409	2.844	-5.33	-0.025	-0.041	-0.114
Si	-3.265	-3.375	-6.846	0.01	-0.024	0.062
Si	-0.848	-0.165	25.952	0.045	0.068	-0.097
Si	0.059	2.728	23.714	-0.092	-0.056	-0.138
Si	-2.81	-3.026	-1.577	0.082	-0.038	0.06
Si	2.918	-2.224	-6.705	-0.006	-0.1	-0.039
Si	-3.804	0.322	-3.606	0.042	-0.074	-0.024
Si	4.628	-3.738	-4.796	-0.041	0.028	0.123
Si	4.04	6.633	-2.799	0.083	-0.047	0.092
Si	-0.119	7.717	24.085	0.068	-0.11	-0.124
Si	-0.653	6.947	-2.715	-0.028	0.064	0.057
Si	9.898	-5.204	-2.574	-0.011	0.037	0.111
Si	2.19	-4.483	24.121	-0.033	0.007	-0.108
Si	10.283	0.618	-4.736	0.014	0.057	0.061
Si	13.979	5.054	-4.635	0.174	0.134	0.16
Si	11.526	6.999	-4.361	-0.006	-0.116	-0.06
Si	8.215	-7.867	-2.029	0.011	-0.068	0.147
Si	12.247	-6.761	-2.882	0.138	-0.008	0.025
Si	7.087	-3.529	-6.682	0.113	0.179	-0.025
Si	9.467	-1.879	26.025	-0.07	-0.045	-0.153
Si	13.055	2.25	-1.646	-0.063	0.147	0.103
Si	20.498	2.178	24.738	-0.058	-0.033	-0.086
Si	9.217	5.149	-4.711	-0.049	0.107	0.043
Si	15.085	-6.315	-4.292	-0.082	0.066	0.146
Si	10.778	0.235	-1.724	-0.067	0.006	0.041
Si	16.362	-1.603	-4.904	-0.09	-0.035	-0.007
Si	14.708	-3.546	-3.224	-0.075	-0.037	0.199
Si	24.434	5.838	-5.989	-0.137	0.162	0.036
Si	21.25	-5.417	-5.156	0.141	0.017	0.048
Si	21.506	6.035	-2.069	0.01	-0.07	-0.091
Si	19.518	-4.273	-2.943	0.082	-0.028	0.198
Si	22.083	0.303	-1.839	-0.146	-0.015	-0.04
Si	24.393	2.254	-1.847	0.116	0.041	-0.126
Si	28.646	4.055	-3.292	0.046	0.017	0.058
Si	28.264	2.146	25.802	0.016	-0.006	-0.096
Si	30.213	8.094	-2.231	0.09	0.037	0.1
Si	-29.405	-4.277	-3.999	-0.054	-0.033	-0.026
Si	19.635	-7.093	-6.989	0.177	0.016	-0.041
Si	-32.121	6.695	-5.482	-0.022	-0.117	0.11
Si	-30.019	0.727	-2.594	0.077	0.008	0.144
Si	31.687	4.13	-4.36	0.045	0.001	0.034
Si	-31.671	7.408	25.76	0.049	0.023	-0.12
Si	-32.266	2.485	-6.416	-0.026	0.015	0.006
Si	-22.835	-3.813	-2.961	0.078	-0.054	0.231
Si	-25.203	2.614	-2.098	0.028	-0.037	0.186
Si	-31.668	-5.39	-2.252	-0.04	0.041	0.159
Si	-27.667	3.119	-6.593	-0.048	-0.05	-0.048
Si	-23.78	-6.42	-4.415	-0.162	-0.076	-0.062
Si	30.233	-2.235	-2.124	0.078	0.027	0.047
Si	-25.091	-0.254	-2.715	-0.043	0.061	0.129
Si	-20.053	-2.642	-2.137	-0.039	0.076	0.046
Si	-14.439	-3.04	-2.128	0.023	0.038	0.001
Si	-25.354	3.849	-4.925	0.026	0.002	0.104
Si	-18.285	2.747	-6.617	0.022	-0.112	0.013
Si	-27.09	-4.601	-2.37	0.06	0.001	0.189
Si	-16.496	-5.404	-2.133	-0.003	-0.012	-0.146
Si	-10.015	-7.141	26.212	-0.017	0.019	-0.032
Si	-12.813	3.224	26.045	-0.005	0.04	-0.059
Si	-14.067	6.492	-1.814	-0.085	-0.12	0.009
Si	-11.668	6.817	-6.556	-0.058	-0.028	-0.029
Si	-10.793	-5.722	-2.349	0.168	-0.007	0.085
Si	-18.157	-1.645	-4.338	0.044	0.08	-0.008
Si	-6.647	0.546	-2.871	0.11	0.133	0.082
Si	-8.134	4.482	-2.81	-0.01	0.058	0.059
Si	-10.737	-7.522	-4.717	0.021	-0.01	0.012
Si	-2.632	8.129	-4.473	-0.028	0.079	0.055
Si	-15.948	-6.03	26.214	0.037	0.19	0.016
Si	-11.83	0.667	-3.301	-0.04	-0.003	0.188
Si	-1.345	3.875	26.29	-0.05	0.092	-0.024
Si	-5.532	5.568	-2.125	0.056	-0.036	0.094
Si	-7.448	-5.315	-5.583	-0.07	-0.047	-0.04
Si	-4.859	-5.131	-1.641	-0.071	-0.02	0.076
Si	-9.335	-1.064	-2.743	-0.196	0.14	-0.043
Si	-4.973	6.252	26.104	0.027	-0.097	0.09
Si	1.438	-1.412	5.567	0.015	0.025	0.015
Si	4.157	1.311	5.649	-0.009	0.001	0.029
Si	1.417	4.077	5.574	-0.006	0.011	0.013
Si	4.153	6.77	5.585	0.013	-0.003	0.001
Si	1.424	9.47	5.58	-0.009	-0.009	0.018
Si	4.177	12.157	5.585	0.001	-0.005	-0.001
Si	6.87	-1.431	5.641	0.001	-0.009	0.01
Si	9.561	1.337	5.561	0.001	-0.001	0
Si	6.871	4.018	5.597	0.004	-0.004	0.017
Si	9.586	6.764	5.58	0.001	-0.004	0.011
Si	6.866	9.471	5.588	-0.009	0.012	0.006
Si	9.595	12.221	5.546	-0.003	0	0
Si	12.252	-1.366	5.451	-0.004	0.004	-0.003
Si	14.933	1.338	5.449	-0.003	-0.008	0.003
Si	12.276	4.047	5.541	0.021	0.004	-0.005
Si	14.951	6.806	5.495	-0.009	0.012	0.004
Si	12.271	9.474	5.549	0.005	-0.013	0.013
Si	14.959	-4.075	5.517	-0.002	-0.006	0.011
Si	17.657	-1.365	5.466	0.001	-0.007	-0.002
Si	20.435	1.375	5.433	0.005	-0.013	0.015
Si	17.683	4.058	5.457	0.006	0.003	0.004
Si	20.409	6.803	5.419	-0.004	0.009	0.009
Si	17.649	-6.778	5.462	0.009	0.014	0.006
Si	20.34	-3.993	5.45	-0.001	0.002	0.029
Si	23.121	-1.33	5.34	-0.018	-0.009	0.004
Si	25.822	1.395	5.291	-0.024	-0.004	0.009
Si	23.13	4.097	5.33	0.003	-0.028	-0.002
Si	25.877	6.822	5.342	0.018	-0.017	0.003
Si	23.133	-6.786	5.414	-0.006	-0.02	0.003
Si	25.851	-4.072	5.357	0.004	0.008	-0.005
Si	28.534	-1.324	5.405	-0.007	0.009	0.001
Si	31.248	1.397	5.431	-0.013	0.023	0
Si	28.53	4.127	5.316	-0.001	0.001	0.006
Si	31.227	6.818	5.414	0.007	0.003	-0.006
Si	28.585	-6.793	5.31	-0.008	0.002	-0.002
Si	31.28	-4.094	5.376	0.009	0.033	-0.023
Si	33.995	-1.383	5.439	0.017	0.029	0
Si	36.665	1.386	5.545	0.011	0.009	0.012
Si	33.93	4.136	5.487	-0.013	0.012	0.021
Si	-28.571	6.84	5.434	-0.006	0.002	0.025
Si	34.023	-6.833	5.55	-0.012	-0.023	0.015
Si	-28.542	-4.064	5.552	-0.018	-0.019	0.004
Si	-25.85	-1.299	5.488	-0.018	-0.018	-0.005
Si	-23.172	1.412	5.4	-0.017	-0.022	0.004
Si	-25.903	4.158	5.495	0.01	0.022	-0.007
Si	-23.202	6.849	5.508	0.01	-0.006	0.012
Si	-25.87	-6.765	5.463	-0.011	0.008	0.016
Si	-23.191	-4.048	5.427	0.006	-0.011	0.017
Si	-20.464	-1.307	5.402	-0.005	-0.006	-0.001
Si	-17.707	1.333	5.354	0.016	-0.017	-0.003
Si	-20.469	4.113	5.374	0.002	-0.004	-0.004
Si	-17.732	6.81	5.383	0.008	-0.009	-0.003
Si	-20.496	-6.697	5.402	-0.04	-0.007	0.001
Si	-17.76	-4.045	5.292	-0.012	-0.011	-0.012
Si	-15.032	-1.369	5.216	0.005	0.007	-0.012
Si	-12.226	1.302	5.29	0.015	-0.002	0.009
Si	-14.952	4.047	5.338	0.02	-0.008	-0.01
Si	-12.253	6.786	5.27	0.017	-0.002	-0.005
Si	-14.998	-6.774	5.286	-0.005	-0.006	-0.001
Si	-12.335	-4.073	5.237	0.004	0.019	0.001
Si	-9.559	-1.368	5.294	-0.001	0.03	0.009
Si	-6.795	1.364	5.341	-0.01	0	0.009
Si	-9.476	4.07	5.303	0.007	-0.001	0.012
Si	-6.794	6.778	5.368	-0.004	0.013	0.002
Si	-9.564	-6.828	5.329	-0.008	0.005	0.004
Si	-6.789	-4.082	5.372	0.005	0.01	-0.003
Si	-4.055	-1.364	5.436	0.007	0.019	0.011
Si	-1.299	1.335	5.512	-0.001	-0.004	0.006
Si	-4.05	4.067	5.489	0.009	0.006	0.024
Si	-1.286	6.782	5.486	0.005	0.006	-0.005
Si	-4.017	-6.839	5.422	-0.005	0.002	0.005
Si	-1.303	-4.104	5.505	0.007	0.01	0.001
Si	2.768	-0.049	6.949	0.005	0.005	0.004
Si	5.512	2.685	6.973	-0.004	-0.018	-0.002
Si	2.782	5.419	6.934	-0.013	-0.013	-0.005
Si	5.506	8.123	6.947	0.002	0	-0.001
Si	2.785	10.831	6.928	0	0.004	-0.001
Si	5.499	-2.788	6.961	0.003	-0.01	0.003
Si	8.223	-0.027	6.942	-0.01	-0.001	0
Si	10.916	2.701	6.911	0.009	0.007	-0.005
Si	8.222	5.403	6.935	0.005	0.001	-0.011
Si	10.927	8.128	6.93	0.002	-0.008	0.001
Si	8.214	10.87	6.912	-0.008	0.005	-0.01
Si	10.943	-2.726	6.881	0.009	-0.013	-0.008
Si	13.601	-0.016	6.842	0.007	0.011	-0.016
Si	16.319	2.693	6.809	-0.006	-0.001	-0.005
Si	13.626	5.43	6.876	-0.016	0.002	-0.002
Si	16.313	-8.145	6.842	0.005	0.01	-0.01
Si	13.621	-5.453	6.88	-0.004	0.003	0.004
Si	16.331	-2.722	6.859	0.007	0	-0.004
Si	19.053	0.006	6.785	0.003	0.013	-0.001
Si	21.8	2.747	6.757	-0.007	0.001	-0.003
Si	19.048	5.443	6.79	0.006	-0.003	-0.004
Si	21.776	-8.156	6.77	0.019	-0.011	0.011
Si	19.032	-5.418	6.806	0.011	0.006	-0.012
Si	21.758	-2.657	6.761	-0.017	0.002	-0.002
Si	24.482	0.035	6.699	0.005	0.003	-0.011
Si	27.181	2.745	6.682	0.004	-0.002	-0.006
Si	24.496	5.456	6.699	-0.002	0.016	-0.003
Si	27.229	-8.142	6.712	0.01	-0.017	-0.005
Si	24.499	-5.42	6.751	-0.008	-0.006	-0.001
Si	27.184	-2.707	6.742	0	0.015	0.008
Si	29.894	0.024	6.772	0.003	-0.006	0.004
Si	32.596	2.74	6.82	0.001	0.002	-0.001
Si	29.872	5.447	6.751	-0.002	0.006	-0.001
Si	32.606	-8.187	6.822	0.011	0.009	0
Si	29.914	-5.445	6.733	0.007	-0.022	-0.008
Si	32.615	-2.732	6.776	0.006	-0.018	-0.006
Si	35.321	-0.018	6.844	0.017	-0.02	0.005
Si	-27.24	2.77	6.85	-0.014	-0.006	-0.009
Si	-29.939	5.481	6.807	-0.008	-0.001	-0.013
Si	-27.227	-8.131	6.822	0	-0.002	-0.02
Si	-29.913	-5.437	6.874	0.004	-0.007	-0.001
Si	-27.196	-2.669	6.861	-0.005	0.012	-0.001
Si	-24.482	0.052	6.816	0.012	0	-0.003
Si	-21.801	2.753	6.765	0.002	0.007	-0.013
Si	-24.539	5.485	6.862	-0.003	0.012	0.006
Si	-21.802	-8.096	6.792	0.002	0.009	0.003
Si	-24.513	-5.407	6.82	0.003	-0.002	-0.003
Si	-21.808	-2.686	6.763	0.006	-0.002	0
Si	-19.078	0.021	6.749	0.01	0.002	0.001
Si	-16.346	2.714	6.696	0.004	0.004	-0.004
Si	-19.095	5.457	6.742	-0.01	0.018	0.002
Si	-16.354	-8.124	6.687	-0.003	0.016	0.001
Si	-19.095	-5.368	6.727	-0.009	0.021	0.007
Si	-16.372	-2.699	6.647	0.001	-0.008	-0.007
Si	-13.648	-0.03	6.623	0.005	0.007	-0.001
Si	-10.876	2.701	6.644	-0.001	-0.003	-0.001
Si	-13.609	5.443	6.668	-0.003	0.002	0.007
Si	-10.92	-8.183	6.68	0.01	-0.011	-0.001
Si	-13.653	-5.416	6.66	-0.006	0.006	-0.005
Si	-10.945	-2.73	6.629	-0.006	-0.003	-0.004
Si	-8.186	-0.007	6.674	-0.012	-0.003	-0.01
Si	-5.446	2.688	6.771	0.003	0.004	-0.008
Si	-8.151	5.412	6.718	0.001	-0.005	0.004
Si	-5.429	-8.181	6.74	0.009	-0.016	0.002
Si	-8.186	-5.454	6.685	0	-0.007	-0.006
Si	-5.446	-2.725	6.759	-0.003	-0.005	-0.007
Si	-2.689	-0.029	6.824	-0.007	-0.007	0.003
Si	0.035	2.705	6.886	0.002	0.008	-0.001
Si	-2.677	5.431	6.826	-0.011	-0.012	-0.002
Si	0.039	8.122	6.896	-0.006	0.004	0
Si	-2.685	-5.478	6.817	0.002	-0.006	-0.009
Si	0.047	-2.757	6.887	-0.006	-0.001	0
Si	1.395	1.344	8.252	-0.002	-0.009	-0.007
Si	4.131	4.055	8.294	0.007	0.001	-0.002
Si	1.4	6.776	8.264	-0.004	0.005	-0.009
Si	4.14	9.485	8.293	0.005	0.009	-0.005
Si	1.409	-4.109	8.248	0.004	-0.002	-0.003
Si	4.133	-1.407	8.291	-0.012	-0.002	-0.005
Si	6.865	1.321	8.312	0.004	0.014	0.002
Si	9.574	4.051	8.293	-0.002	-0.004	0.006
Si	6.858	6.759	8.295	-0.012	-0.02	-0.003
Si	9.559	9.497	8.269	0.007	-0.005	-0.009
Si	6.861	-4.125	8.307	-0.003	0.013	0.002
Si	9.582	-1.393	8.274	0.002	0.013	-0.004
Si	12.276	1.335	8.249	-0.002	-0.005	0
Si	14.995	4.061	8.204	0.015	0.012	-0.007
Si	12.277	6.764	8.271	0	-0.004	0.005
Si	14.974	-6.811	8.237	-0.012	-0.008	0.002
Si	12.276	-4.094	8.249	0.01	0.001	0
Si	14.969	-1.363	8.21	-0.005	-0.014	0.005
Si	17.692	1.347	8.166	0.001	-0.018	-0.001
Si	20.422	4.083	8.132	0.004	-0.006	0
Si	17.7	6.805	8.167	0.012	0.005	-0.005
Si	20.418	-6.787	8.134	-0.002	0.011	-0.005
Si	17.689	-4.086	8.205	-0.013	-0.007	0
Si	20.411	-1.338	8.158	0.016	0	0.004
Si	23.145	1.372	8.108	-0.002	0.002	0.004
Si	25.841	4.093	8.075	-0.009	-0.008	-0.006
Si	23.144	6.796	8.103	-0.017	0.005	0.001
Si	25.859	-6.796	8.095	0.003	0.01	-0.006
Si	23.121	-4.057	8.101	0.006	0.005	-0.009
Si	25.826	-1.335	8.087	-0.007	-0.007	-0.001
Si	28.527	1.395	8.097	0.002	-0.003	-0.005
Si	31.23	4.102	8.15	-0.005	-0.01	0.002
Si	28.547	6.819	8.118	-0.002	0.003	0.003
Si	31.259	-6.786	8.139	-0.001	-0.007	-0.001
Si	28.554	-4.074	8.096	-0.001	0.001	-0.013
Si	31.26	-1.351	8.121	0.009	0.011	-0.01
Si	33.965	1.371	8.171	-0.01	0.006	-0.005
Si	-28.598	4.12	8.192	0.004	0.015	0
Si	33.98	6.804	8.188	-0.012	-0.002	0.005
Si	-28.561	-6.793	8.216	-0.008	-0.004	0.007
Si	33.979	-4.063	8.171	0.007	0.003	-0.002
Si	-28.577	-1.338	8.21	-0.008	0.003	0.009
Si	-25.857	1.397	8.174	-0.001	0.006	-0.008
Si	-23.148	4.102	8.158	0.001	0.007	-0.005
Si	-25.883	6.841	8.207	-0.008	-0.005	0.009
Si	-23.151	-6.762	8.176	0.007	0.001	0.006
Si	-25.847	-4.05	8.201	-0.006	-0.015	0.001
Si	-23.138	-1.331	8.159	0.001	0	-0.004
Si	-20.434	1.387	8.114	0.002	-0.005	-0.005
Si	-17.713	4.084	8.068	-0.007	-0.011	-0.006
Si	-20.431	6.836	8.116	0.012	0.005	-0.002
Si	-17.725	-6.765	8.055	0.015	0.001	-0.002
Si	-20.441	-4.035	8.121	-0.001	-0.003	0.004
Si	-17.713	-1.357	8.069	-0.014	-0.009	0.002
Si	-14.983	1.345	8.03	-0.014	-0.007	-0.001
Si	-12.251	4.067	8.014	0.009	0.004	-0.002
Si	-14.988	6.813	8.029	0.006	-0.006	-0.014
Si	-12.283	-6.79	8.017	0.005	0.001	-0.007
Si	-15.018	-4.059	8.025	0.01	0.002	0.002
Si	-12.291	-1.368	8.013	-0.007	-0.012	-0.002
Si	-9.538	1.355	8.042	0.023	0.015	-0.003
Si	-6.801	4.069	8.104	0.009	0.009	0.002
Si	-9.544	6.787	8.041	-0.011	-0.006	-0.006
Si	-6.813	-6.804	8.062	-0.005	0	-0.01
Si	-9.565	-4.076	8.013	-0.009	0.003	-0.008
Si	-6.83	-1.357	8.074	0.01	0.003	0.006
Si	-4.075	1.341	8.142	-0.014	0.001	-0.005
Si	-1.338	4.07	8.211	-0.006	-0.006	-0.007
Si	-4.069	6.801	8.134	0.013	0.011	0
Si	-1.334	-6.817	8.207	0.003	0.002	0.005
Si	-4.076	-4.092	8.123	-0.003	0.004	-0.012
Si	-1.329	-1.377	8.2	0.003	0.011	-0.001
Si	0.025	-0.021	9.578	0.001	0.014	0.006
Si	2.751	2.694	9.625	-0.01	-0.006	0.001
Si	0.02	5.416	9.589	0.001	-0.012	0.002
Si	2.757	8.135	9.625	0	0	0
Si	0.03	-5.467	9.571	-0.004	-0.005	0.003
Si	2.759	-2.756	9.627	0.004	0.009	-0.002
Si	5.484	-0.036	9.646	0.006	-0.007	-0.003
Si	8.214	2.695	9.654	-0.001	-0.005	-0.001
Si	5.488	5.413	9.65	-0.005	-0.001	0.005
Si	8.206	8.138	9.644	-0.008	0.008	-0.004
Si	5.49	-5.476	9.656	0	-0.004	0.002
Si	8.21	-2.743	9.638	-0.007	-0.016	-0.001
Si	10.926	-0.021	9.625	0.001	-0.007	0.002
Si	13.64	2.711	9.589	0.006	0.007	-0.004
Si	10.922	5.419	9.646	0.01	0.008	-0.001
Si	13.628	-8.178	9.606	-0.009	-0.003	0.001
Si	10.913	-5.456	9.614	-0.011	0.012	-0.003
Si	13.634	-2.729	9.594	0.008	0.002	0
Si	16.344	-0.005	9.555	-0.001	0.009	-0.011
Si	19.065	2.719	9.502	-0.002	0.003	-0.004
Si	16.355	5.436	9.542	-0.005	-0.008	-0.006
Si	19.068	-8.15	9.512	0.004	0.008	0
Si	16.342	-5.447	9.576	0.008	0.008	0.001
Si	19.067	-2.715	9.533	0.01	-0.002	-0.007
Si	21.787	0.019	9.491	-0.019	0.008	0.006
Si	24.501	2.735	9.462	0.006	-0.004	0.003
Si	21.784	5.448	9.482	0.014	-0.003	0
Si	24.497	-8.157	9.465	0.009	-0.016	-0.002
Si	21.78	-5.426	9.489	-0.002	-0.012	0
Si	24.484	-2.703	9.464	-0.015	0.017	-0.003
Si	27.19	0.016	9.458	-0.006	0.015	0
Si	29.882	2.727	9.496	-0.004	0.002	0.004
Si	27.186	5.446	9.465	0.002	0.004	0.003
Si	29.908	-8.154	9.492	0.003	-0.004	-0.003
Si	27.205	-5.434	9.467	0.004	-0.011	-0.002
Si	29.908	-2.717	9.474	0.012	-0.002	-0.001
Si	32.61	-0.004	9.508	-0.004	-0.01	0
Si	-29.942	2.729	9.53	0.008	-0.004	-0.003
Si	32.616	5.434	9.522	0.018	-0.008	-0.003
Si	-29.934	-8.157	9.549	-0.001	0.004	-0.004
Si	32.624	-5.436	9.512	-0.001	0.007	-0.007
Si	-29.939	-2.714	9.542	-0.003	-0.004	0.004
Si	-27.203	0.029	9.542	-0.003	0.003	-0.002
Si	-24.496	2.745	9.534	0.002	-0.013	-0.01
Si	-27.228	5.463	9.555	-0.011	0.011	0
Si	-24.5	-8.127	9.543	-0.007	0.007	-0.003
Si	-27.201	-5.421	9.557	-0.005	-0.008	-0.002
Si	-24.481	-2.689	9.544	0.009	0.001	0
Si	-21.778	0.03	9.503	0.006	-0.013	0.003
Si	-19.072	2.748	9.461	-0.003	0.008	0.003
Si	-21.783	5.475	9.493	-0.002	0.002	-0.001
Si	-19.064	-8.119	9.456	-0.009	0.002	0.001
Si	-21.778	-5.398	9.51	0.006	0.007	0.004
Si	-19.077	-2.683	9.467	0.004	-0.008	0.004
Si	-16.357	0.017	9.416	0.012	-0.004	-0.003
Si	-13.633	2.727	9.386	0.007	-0.001	-0.007
Si	-16.355	5.468	9.411	0	0.017	0.002
Si	-13.643	-8.139	9.393	-0.008	0.005	0.004
Si	-16.371	-5.405	9.413	-0.008	0.013	0.007
Si	-13.653	-2.707	9.391	0.005	0.005	0.006
Si	-10.925	-0.003	9.385	-0.007	0.007	-0.007
Si	-8.185	2.707	9.425	-0.005	-0.009	0.001
Si	-10.913	5.435	9.391	0.012	-0.015	0.001
Si	-8.183	-8.166	9.404	0.005	-0.008	0.002
Si	-10.919	-5.433	9.382	0.007	0.003	0.004
Si	-8.204	-2.729	9.406	-0.01	0.004	-0.001
Si	-5.457	-0.021	9.46	0	0.004	0.003
Si	-2.718	2.699	9.522	-0.007	0.005	0.002
Si	-5.437	5.429	9.465	0.003	-0.017	0.001
Si	-2.719	-8.177	9.526	-0.014	-0.004	0
Si	-5.457	-5.455	9.451	-0.004	-0.004	-0.004
Si	-2.715	-2.747	9.508	0.012	-0.001	0
Si	1.393	-1.372	10.947	-0.001	-0.005	0.001
Si	4.112	1.334	10.983	-0.005	0.008	-0.003
Si	1.38	4.065	10.96	0.001	0.008	0.004
Si	4.117	6.782	10.985	0	-0.009	-0.006
Si	1.386	9.51	10.95	0.004	0.007	-0.002
Si	4.118	-4.108	10.993	-0.001	0.002	0.002
Si	6.842	-1.393	11.001	-0.002	0.012	0.001
Si	9.566	1.326	10.999	0	0.006	0.002
Si	6.845	4.053	11.004	0.006	-0.01	-0.002
Si	9.561	6.781	11.007	0.003	-0.017	0.004
Si	6.842	9.486	11.015	-0.009	-0.001	0.004
Si	9.551	-4.115	10.989	-0.002	0.009	0.001
Si	12.278	-1.386	10.974	0.002	-0.004	0
Si	15.001	1.35	10.939	0.01	-0.008	0.002
Si	12.29	4.057	10.983	-0.003	-0.008	0.006
Si	14.998	-9.547	10.934	0.004	0.006	-0.002
Si	12.262	-6.826	10.968	0.007	-0.003	-0.002
Si	14.986	-4.095	10.945	-0.011	-0.003	-0.001
Si	17.708	-1.367	10.908	-0.009	-0.005	0.006
Si	20.427	1.363	10.86	0.011	-0.009	0.002
Si	17.718	4.074	10.885	0.01	0.007	-0.004
Si	20.436	-9.514	10.859	-0.005	0	-0.001
Si	17.717	-6.812	10.906	-0.009	-0.002	-0.002
Si	20.428	-4.083	10.881	-0.006	0.008	0.006
Si	23.137	-1.357	10.846	0.005	-0.01	-0.003
Si	25.848	1.373	10.833	-0.004	0	0
Si	23.144	4.086	10.834	-0.011	-0.011	0
Si	25.837	-9.521	10.839	-0.006	0.001	0.004
Si	23.141	-6.8	10.841	0.001	0.009	-0.002
Si	25.845	-4.071	10.826	0	0.003	-0.007
Si	28.551	-1.347	10.826	-0.001	-0.004	-0.006
Si	31.248	1.357	10.854	0.006	-0.001	-0.001
Si	28.532	4.091	10.852	-0.008	0.004	0.006
Si	31.266	-9.508	10.865	0.003	0.016	0.001
Si	28.552	-6.791	10.844	0.008	0.002	-0.002
Si	31.267	-4.065	10.852	0.006	-0.002	-0.005
Si	33.978	-1.347	10.882	0.001	0.016	0
Si	-28.564	1.384	10.892	0.002	0.002	0.001
Si	-31.299	4.08	10.889	-0.02	-0.009	0.003
Si	-28.573	-9.507	10.919	-0.006	-0.011	0.003
Si	-31.29	-6.784	10.884	0.005	-0.008	0.001
Si	-28.571	-4.066	10.902	-0.009	-0.004	0.003
Si	-25.844	-1.335	10.904	-0.006	-0.001	0.003
Si	-23.139	1.375	10.881	-0.003	0.004	-0.006
Si	-25.853	4.098	10.898	-0.007	0.009	0.002
Si	-23.135	-9.501	10.879	-0.002	-0.006	0.002
Si	-25.842	-6.776	10.918	0.004	0.005	0.001
Si	-23.118	-4.049	10.901	0.006	-0.013	0.005
Si	-20.428	-1.336	10.86	0.01	0.011	0.002
Si	-17.717	1.373	10.802	-0.001	-0.01	-0.001
Si	-20.425	4.105	10.841	0.007	-0.002	-0.002
Si	-17.705	-9.49	10.803	0.003	-0.003	0.002
Si	-20.419	-6.774	10.851	0.005	0	0.006
Si	-17.727	-4.06	10.805	-0.011	0.005	-0.002
Si	-15.005	-1.344	10.771	-0.004	-0.002	-0.001
Si	-12.281	1.369	10.752	0.005	0.001	0.003
Si	-14.997	4.097	10.762	0.004	-0.009	-0.003
Si	-12.281	-9.51	10.741	0.011	-0.007	-0.013
Si	-15.01	-6.778	10.76	0.002	-0.002	-0.005
Si	-12.286	-4.07	10.742	-0.006	0.001	-0.007
Si	-9.565	-1.362	10.761	0.008	-0.001	0.001
Si	-6.82	1.356	10.792	0.006	0.012	0
Si	-9.553	4.085	10.755	0.003	0.004	-0.002
Si	-6.817	-9.514	10.779	0.003	0.004	-0.005
Si	-9.549	-6.79	10.744	0	-0.002	-0.008
Si	-6.833	-4.086	10.782	0.004	0.002	0
Si	-4.085	-1.369	10.83	-0.013	0	-0.004
Si	-1.351	1.352	10.898	0.001	-0.008	-0.001
Si	-4.078	4.082	10.847	0.002	-0.002	0.003
Si	-1.358	6.795	10.906	-0.006	0.012	0.004
Si	-4.097	-6.8	10.84	0.006	0.007	0.005
Si	-1.348	-4.091	10.883	0.007	0.001	-0.003
Si	2.747	-0.022	12.335	0.007	-0.002	0.007
Si	5.471	2.693	12.344	-0.002	0.001	0.002
Si	2.744	5.427	12.321	0.006	0.007	0
Si	5.462	8.137	12.361	-0.009	-0.009	0.006
Si	2.738	10.859	12.331	-0.002	-0.004	0.005
Si	5.476	-2.75	12.357	0	0.002	-0.003
Si	8.195	-0.03	12.357	0	-0.006	0.003
Si	10.924	2.697	12.34	0.005	-0.006	-0.002
Si	8.194	5.421	12.363	-0.015	0	0.003
Si	10.912	8.151	12.365	0.003	0.014	0.004
Si	8.197	10.854	12.371	-0.001	0.008	0.003
Si	10.906	-2.747	12.328	-0.002	-0.01	-0.005
Si	13.643	-0.013	12.309	-0.002	0.004	-0.003
Si	16.368	2.727	12.275	0.002	0.011	-0.007
Si	13.647	5.435	12.332	0.015	0.005	-0.002
Si	16.356	-8.174	12.268	0	-0.008	0
Si	13.621	-5.459	12.305	-0.004	0.006	-0.008
Si	16.36	-2.737	12.282	-0.009	-0.008	-0.002
Si	19.078	0.009	12.242	0.009	0.009	-0.006
Si	21.798	2.723	12.2	-0.004	0.013	-0.006
Si	19.082	5.442	12.223	0.001	-0.002	0.001
Si	21.8	-8.168	12.227	-0.004	-0.001	0.001
Si	19.082	-5.454	12.259	-0.004	-0.007	0.001
Si	21.793	-2.715	12.228	0.007	0.011	0
Si	24.504	0.003	12.194	0.001	0.009	-0.002
Si	27.187	2.723	12.222	0	-0.013	0.002
Si	24.49	5.436	12.214	-0.009	-0.001	-0.003
Si	27.194	-8.158	12.197	-0.001	-0.007	-0.001
Si	24.495	-5.432	12.2	0.004	-0.006	0
Si	27.209	-2.715	12.19	0.002	0.007	-0.001
Si	29.896	-0.002	12.221	0.004	-0.005	0.002
Si	32.623	2.698	12.218	-0.001	-0.009	0
Si	29.903	5.444	12.209	0.014	-0.007	0.003
Si	32.639	-8.159	12.227	0.004	0.006	-0.004
Si	29.919	-5.435	12.201	0.004	0	-0.001
Si	32.619	-2.714	12.233	0.004	-0.011	0.004
Si	35.359	0.005	12.229	0	0.002	0
Si	-27.194	2.725	12.265	0	0.002	-0.002
Si	-29.923	5.429	12.256	0.004	0.008	0.001
Si	-27.195	-8.152	12.27	-0.005	0.007	0.001
Si	-29.926	-5.432	12.253	-0.002	-0.001	-0.001
Si	-27.203	-2.707	12.256	-0.006	-0.006	0.001
Si	-24.477	0.013	12.269	0.005	0.002	0.004
Si	-21.783	2.75	12.222	-0.001	-0.003	-0.003
Si	-24.485	5.455	12.249	-0.003	0.001	-0.004
Si	-21.775	-8.133	12.227	0.005	0	-0.002
Si	-24.472	-5.416	12.264	-0.002	0.005	0
Si	-21.764	-2.69	12.267	0.002	0.008	0.001
Si	-19.079	0.039	12.2	-0.008	-0.008	0.003
Si	-16.363	2.751	12.144	-0.015	-0.001	-0.003
Si	-19.067	5.478	12.182	-0.002	0.006	0.001
Si	-16.363	-8.108	12.163	0.01	0.01	0.004
Si	-19.07	-5.402	12.208	0.012	0.008	0
Si	-16.381	-2.679	12.143	0.002	-0.011	-0.003
Si	-13.646	0.02	12.123	-0.011	0.001	0.001
Si	-10.931	2.748	12.106	0.015	0.001	-0.001
Si	-13.652	5.48	12.121	0.008	0.005	0.007
Si	-10.914	-8.149	12.09	0.004	0.006	0.001
Si	-13.652	-5.414	12.109	0.006	0.002	-0.002
Si	-10.929	-2.723	12.119	-0.015	-0.008	-0.004
Si	-8.196	-0.003	12.125	0.002	0.002	0
Si	-5.451	2.707	12.159	-0.01	0	0.002
Si	-8.187	5.442	12.11	-0.002	-0.015	-0.002
Si	-5.468	-8.169	12.17	-0.009	-0.013	-0.003
Si	-8.19	-5.456	12.137	-0.007	0.001	0.003
Si	-5.461	-2.735	12.149	0.01	0.006	-0.002
Si	-2.717	-0.027	12.216	-0.002	0.009	0.004
Si	-0.004	2.706	12.287	-0.002	-0.013	0.007
Si	-2.732	5.434	12.241	-0.005	-0.021	0.001
Si	0.004	8.152	12.273	0.003	-0.006	-0.001
Si	-2.723	-5.455	12.207	0.001	0.007	0
Si	0.017	-2.746	12.258	-0.005	0.011	-0.003
Si	1.363	1.355	13.655	-0.005	0.013	0.009
Si	4.114	4.077	13.681	-0.007	-0.005	-0.007
Si	1.371	6.809	13.642	0.005	-0.002	-0.005
Si	4.091	9.507	13.705	-0.004	0	0.004
Si	1.361	-4.085	13.655	-0.002	0.008	-0.006
Si	4.109	-1.387	13.706	0.01	0	0.009
Si	6.818	1.325	13.707	-0.001	0.008	0.001
Si	9.56	4.052	13.704	0.017	-0.009	0
Si	6.821	6.779	13.719	0	-0.009	-0.001
Si	9.544	9.497	13.747	-0.006	0.003	0.009
Si	6.83	-4.106	13.729	-0.016	-0.001	0.006
Si	9.549	-1.405	13.705	0.003	0.001	0.003
Si	12.281	1.332	13.686	0	-0.008	-0.001
Si	15.017	4.068	13.67	0.012	-0.005	0.006
Si	12.288	6.795	13.71	0.001	-0.011	0.006
Si	14.986	-6.83	13.635	-0.014	0.007	-0.001
Si	12.239	-4.129	13.674	0.006	0.014	-0.003
Si	14.998	-1.388	13.648	-0.005	-0.003	0.007
Si	17.743	1.378	13.62	-0.008	-0.007	0.002
Si	20.453	4.084	13.563	0.013	-0.006	0
Si	17.724	-9.535	13.604	-0.009	0.002	0.002
Si	20.452	-6.818	13.608	-0.003	-0.002	0.001
Si	17.714	-4.111	13.631	0.008	0	0.008
Si	20.441	-1.352	13.593	-0.012	-0.005	0.003
Si	23.155	1.36	13.555	-0.003	-0.015	-0.004
Si	25.826	4.071	13.593	-0.006	0.011	0.002
Si	23.148	-9.537	13.601	0.01	-0.013	0.005
Si	25.845	-6.799	13.562	-0.006	0.002	0.004
Si	23.151	-4.079	13.586	-0.011	0.011	0.002
Si	25.864	-1.353	13.556	0.006	-0.011	-0.001
Si	28.541	1.359	13.587	-0.013	0.017	0.007
Si	31.259	4.061	13.552	0.01	-0.003	-0.002
Si	28.545	-9.514	13.566	-0.007	0.02	0.01
Si	31.283	-6.784	13.565	0.004	-0.002	-0.003
Si	28.568	-4.074	13.556	0.016	-0.007	-0.007
Si	31.253	-1.361	13.592	-0.002	0.007	0.006
Si	34.001	1.353	13.584	0.002	-0.004	0
Si	-28.551	4.077	13.623	0.001	-0.007	0.009
Si	33.999	-9.518	13.591	-0.01	0.001	0.008
Si	-28.551	-6.783	13.612	-0.007	-0.001	0.009
Si	33.992	-4.063	13.596	-0.001	0.002	0.003
Si	36.713	-1.346	13.606	-0.012	0.012	0.001
Si	-25.831	1.366	13.637	-0.006	-0.008	0.007
Si	-23.132	4.092	13.611	0.001	-0.002	0
Si	-25.826	-9.515	13.628	0.004	-0.003	0.004
Si	-23.121	-6.787	13.62	0.001	0.001	0.01
Si	-25.829	-4.054	13.618	-0.005	-0.002	0.003
Si	-23.123	-1.341	13.65	0.002	-0.009	0.012
Si	-20.443	1.385	13.585	-0.004	0.017	0.006
Si	-17.723	4.104	13.531	0.011	-0.01	0.007
Si	-20.418	-9.498	13.577	0.005	-0.009	0.008
Si	-17.712	-6.753	13.566	-0.019	0.009	0.005
Si	-20.407	-4.063	13.623	0.017	-0.021	0.004
Si	-17.734	-1.336	13.544	0.004	0	0.007
Si	-15.007	1.385	13.491	0.013	-0.008	-0.003
Si	-12.283	4.126	13.47	-0.005	-0.004	-0.004
Si	-15.002	-9.471	13.507	-0.005	0.005	0.004
Si	-12.283	-6.788	13.439	0.007	-0.007	-0.004
Si	-15.025	-4.054	13.467	-0.006	0.017	-0.001
Si	-12.294	-1.355	13.472	0.012	-0.004	0.004
Si	-9.562	1.391	13.446	-0.012	0.008	-0.004
Si	-6.818	4.094	13.47	0.008	-0.004	-0.003
Si	-9.545	-9.502	13.445	0.008	-0.002	-0.007
Si	-6.834	-6.817	13.52	0.013	-0.002	0.006
Si	-9.567	-4.095	13.475	0.006	0.002	-0.001
Si	-6.82	-1.36	13.483	-0.006	0	-0.004
Si	-4.085	1.358	13.529	0.004	0	0.001
Si	-1.372	4.087	13.621	-0.007	0.021	0.011
Si	-4.111	6.814	13.56	-0.015	0.015	0.001
Si	-1.366	9.527	13.598	0.003	0.002	0.003
Si	-4.092	-4.08	13.522	-0.004	0	-0.002
Si	-1.349	-1.385	13.588	0.018	-0.018	0
Si	-0.005	-0.032	14.975	-0.012	-0.011	0.007
Si	2.736	2.724	15.006	0	0.005	0.005
Si	0	5.459	14.976	0.006	0.005	0.003
Si	2.697	8.165	15.046	-0.002	0	0.004
Si	-0.02	-5.438	14.991	0.004	-0.004	0.005
Si	2.72	-2.743	15.041	-0.005	-0.005	-0.001
Si	5.482	-0.048	15.085	-0.005	-0.004	0.007
Si	8.18	2.691	15.05	-0.004	-0.004	0.006
Si	5.453	5.431	15.077	-0.004	-0.007	0.01
Si	8.158	8.138	15.096	-0.014	-0.006	0.006
Si	5.449	10.859	15.077	-0.001	0.002	0.003
Si	8.204	-2.761	15.094	0.012	0.008	0.002
Si	10.916	-0.041	15.039	0.012	0.003	-0.007
Si	13.641	2.708	15.024	-0.004	0.001	-0.007
Si	10.914	5.426	15.054	-0.017	-0.006	-0.001
Si	13.645	8.178	15.063	0.012	0.004	0.004
Si	10.904	10.862	15.108	0.004	0.013	0.013
Si	13.609	-2.765	14.983	-0.008	-0.004	-0.009
Si	16.378	0.001	14.954	0.011	0.013	-0.002
Si	19.121	2.758	14.96	0	0.006	-0.001
Si	16.386	5.45	15.006	-0.005	-0.001	0.006
Si	19.097	-8.201	14.959	0.011	0.002	0.006
Si	16.348	-5.493	14.987	-0.01	0.004	0.004
Si	19.097	-2.736	14.945	-0.003	0.014	-0.004
Si	21.804	0.031	14.933	0.001	0.009	-0.009
Si	24.482	2.689	14.964	-0.011	-0.009	0.007
Si	21.801	5.393	14.964	-0.018	0.005	-0.004
Si	24.513	-8.167	14.947	-0.012	-0.003	0.002
Si	21.817	-5.455	14.963	0.006	-0.008	0.007
Si	24.517	-2.702	14.925	0.008	0.009	-0.001
Si	27.195	-0.01	14.959	0.001	0.004	0.002
Si	29.904	2.724	14.935	0.015	-0.003	-0.003
Si	27.19	5.442	14.931	-0.006	-0.013	0.007
Si	29.922	-8.149	14.902	0.014	0.006	0.005
Si	27.214	-5.437	14.904	0.001	0.006	-0.002
Si	29.899	-2.729	14.96	-0.011	-0.023	0.011
Si	32.643	-0.011	14.931	0	0.005	0.007
Si	35.372	2.69	14.96	-0.003	-0.003	0.004
Si	32.639	5.396	14.898	-0.01	-0.002	-0.01
Si	35.371	-8.159	14.95	0.001	-0.01	0.006
Si	32.629	-5.425	14.942	-0.002	0.002	0.001
Si	35.353	-2.707	14.962	-0.001	-0.01	0.003
Si	38.084	-0.013	14.981	0	-0.012	0.005
Si	-24.459	2.718	15.003	0.003	0.013	0.007
Si	-27.169	5.423	14.984	-0.002	0.002	-0.002
Si	-24.463	-8.158	14.996	0.003	-0.001	-0.001
Si	-27.176	-5.427	14.969	0.004	0.005	-0.002
Si	-24.488	-2.709	15.014	-0.002	0	0.002
Si	-21.766	0.033	15.011	-0.004	0.007	-0.001
Si	-19.1	2.769	14.921	0.001	0	-0.009
Si	-21.774	5.464	14.958	0.01	0.004	-0.007
Si	-19.08	-8.112	14.93	0.013	0.005	0.003
Si	-21.772	-5.429	14.992	-0.004	-0.002	0.005
Si	-19.052	-2.682	14.977	-0.013	0.01	0.01
Si	-16.379	0.043	14.869	0.004	0.007	0.003
Si	-13.656	2.777	14.82	-0.001	0.004	0.007
Si	-16.378	5.497	14.864	-0.005	0.008	0.004
Si	-13.634	-8.088	14.848	-0.004	0.005	0.003
Si	-16.356	-5.354	14.905	0.013	0.006	0.002
Si	-13.68	-2.71	14.822	0	-0.017	0
Si	-10.929	0.039	14.786	0.005	-0.001	0.003
Si	-8.189	2.745	14.795	-0.005	-0.002	-0.005
Si	-10.917	5.507	14.811	0.008	0.011	0.003
Si	-8.197	-8.199	14.864	0.001	0.004	0.012
Si	-10.925	-5.477	14.825	-0.006	-0.004	0.007
Si	-8.194	-2.726	14.806	0.006	-0.01	0.003
Si	-5.44	-0.02	14.851	-0.005	-0.007	0.002
Si	-2.762	2.714	14.934	-0.008	-0.01	0.005
Si	-5.494	5.44	14.877	0.002	-0.011	0.008
Si	-2.745	8.172	14.926	-0.001	0.001	0
Si	-5.446	-5.452	14.851	0.012	0.01	0.002
Si	-2.718	-2.759	14.912	0	-0.004	-0.003
O	1.253	-1.329	23.171	0.056	0.215	0.452
O	3.732	-7.429	24.855	0.059	0.355	0.209
O	2.848	0.09	21.955	0.111	-0.122	0.124
O	4.549	1.776	22.97	0.097	-0.119	0.165
O	0.656	3.881	22.792	-0.003	0.128	0.179
O	0.57	0.612	26.22	0.037	-0.18	0.23
O	7.806	5.941	-4.889	-0.048	-0.06	-0.528
O	-0.095	-7.429	22.957	-0.651	0.251	-0.136
O	1.872	-5.893	23.381	0.06	0.073	0.487
O	3.373	-3.862	23.225	0.5	0.121	0.253
O	6.436	-3.511	25.521	-0.026	-0.106	-0.028
O	7.256	-1.846	23.412	0.528	-0.133	0.173
O	10.311	-1.124	24.863	0.284	-0.243	-0.085
O	10.184	2.797	22.558	0.002	0.331	-0.04
O	6.218	3.777	23.125	-0.185	-0.134	0.299
O	8.153	5.405	22.308	-0.256	0.059	0.107
O	11.272	-5.56	-3.378	0.158	0.406	-0.24
O	6.132	-7.363	23.468	-0.017	0.098	0.509
O	7.984	-5.604	22.367	-0.061	0.112	0.38
O	12.687	-1.61	23.352	-0.612	-0.179	0.149
O	11.305	1.835	-5.029	-0.276	0.545	-0.161
O	11.422	1.232	24.186	0.601	-0.296	0.103
O	16.372	-7.081	-3.7	-0.183	-0.197	-0.348
O	10.304	-0.427	-5.96	0.189	-0.504	0.247
O	13.167	-1.086	25.885	-0.378	0.48	0
O	12.041	-7.347	23.145	-0.293	0.32	0.235
O	15.712	-3.884	23.156	0.317	-0.156	0.115
O	17.344	-1.928	22.736	0.353	-0.321	0.305
O	19.052	-0.104	22.168	-0.012	-0.104	0.566
O	13.252	1.872	-3.172	0.541	-0.146	0.001
O	24.299	4.689	-4.849	-0.175	0.11	0.56
O	20.513	7.173	23.481	-0.211	0.056	0.443
O	17.437	-5.255	25.555	-0.183	-0.051	-0.052
O	22.559	-7.84	24.983	-0.191	0.515	-0.116
O	22.082	-8.007	21.974	0.141	0.034	0.474
O	18.848	-7.36	25.094	0.464	-0.076	-0.501
O	24.107	-2.894	25.498	0.376	-0.476	0.237
O	19.932	-0.499	-3.672	-0.117	0.335	0.048
O	21.238	3.588	25.005	-0.179	0.458	-0.025
O	25.7	0.736	22.953	-0.454	0.221	-0.003
O	23.252	3.814	23.389	0.164	-0.214	0.324
O	24.674	5.628	22.233	-0.008	0.003	0.195
O	26.508	7.516	22.863	0.465	0.203	-0.095
O	27.43	-7.647	25.217	-0.241	0.048	0.47
O	24.062	-6.444	22.59	0.535	-0.392	-0.019
O	22.962	-4.451	23.813	-0.317	-0.118	-0.454
O	-31.154	-4.118	24.241	0.09	0.311	0.471
O	31.065	1.265	23.172	-0.29	-0.435	0.233
O	-32.555	2.75	21.936	-0.082	0.044	0.147
O	27.3	2.711	22.157	-0.077	-0.043	0.45
O	29.085	4.537	22.884	-0.261	0.272	0.134
O	27.719	5.074	-4.155	-0.353	-0.027	-0.107
O	28.577	-6.775	23.221	0.12	-0.191	0.099
O	28.125	-5.295	-0.82	-0.037	0.245	-0.002
O	30.206	-5.285	22.058	0.077	0.04	0.47
O	-32.586	8.096	22.152	0.052	0.084	0.406
O	-31.674	-1.702	23.225	-0.32	0.438	0.4
O	-28.488	2.027	23.125	-0.415	-0.068	0.302
O	-27.386	2.601	25.417	0.683	-0.095	0.193
O	-31.091	4.63	22.925	-0.24	0.15	0.326
O	-29.14	6.418	22.816	0.035	-0.072	0.381
O	-27.335	8.058	22.059	0.081	-0.132	0.362
O	31.134	6.195	23.049	0.355	0.178	0.095
O	-27.35	-2.885	22.184	0.174	0.016	0.444
O	-28.491	1.734	-6.731	-0.429	0.172	0.187
O	-23.159	-4.479	23.332	-0.436	-0.576	0.008
O	-15.878	3.231	22.111	-0.288	0.097	0.264
O	-24.926	-0.17	25.314	-0.09	0.25	0.583
O	-21.77	2.615	22.227	-0.208	-0.133	0.05
O	-22.96	6.995	23.369	0.085	0.09	0.248
O	-19.065	6.18	-4.626	0.072	0.558	-0.508
O	-21.436	-5.626	25.078	-0.269	-0.089	0.355
O	-21.445	8.045	25.254	0.012	-0.423	0.595
O	-23.847	-7.38	24.895	0.443	0.516	0.004
O	-21.806	-2.718	21.952	0.059	-0.069	-0.128
O	-19.828	3.89	23.32	0.101	0.535	0.276
O	-21.352	-3.107	24.663	0.197	-0.152	0.127
O	-23.256	1.401	-5.433	-0.384	-0.296	-0.292
O	-17.715	6.37	23.147	-0.471	0.022	-0.191
O	-19.215	-7.042	25.483	0.268	0.505	-0.208
O	-18.971	-5.355	22.099	-0.213	-0.277	0.487
O	-17.117	-3.697	22.881	0.494	0.397	-0.065
O	-10.242	-5.641	25.651	0.185	-0.16	-0.637
O	-22.239	2.368	-3.234	-0.482	0.109	0.371
O	-13.276	0.356	22.015	0.199	-0.316	0.424
O	-11.245	2.327	21.972	-0.174	0.017	0.569
O	-12.642	0.247	-6.209	0.24	-0.15	-0.681
O	-13.773	5.269	22.155	-0.104	-0.078	0.456
O	-10.181	7.028	-7.138	0.124	0.172	-0.544
O	-10.311	-7.177	22.593	0.153	-0.266	-0.012
O	-16.263	-8.038	22.196	-0.025	0.294	0.427
O	-14.603	-6.153	22.988	-0.191	0.43	0.06
O	-15.116	0.803	-5.394	0.155	0.292	0.515
O	-8.395	-0.282	21.973	0.192	-0.109	0.57
O	-8.643	-0.807	25.583	-0.167	-0.012	-0.348
O	-5.315	-2.863	-4.485	-0.151	0.398	0.667
O	-6.563	1.432	22.946	-0.099	-0.448	0.388
O	-6.583	-2.215	24.742	0.094	0.434	-0.032
O	-7.257	5.845	22.672	-0.693	-0.188	-0.035
O	-10.306	-8.126	24.972	0.321	-0.247	0.212
O	-3.455	6.654	25.771	0.029	0.071	-0.496
O	-8.294	-5.4	22.057	0.139	0.093	0.456
O	-2.291	-4.808	22.88	0.043	-0.371	0.015
O	-4.772	-1.503	22.983	0.193	0.213	0.37
O	-4.416	1.899	24.346	0.261	-0.213	-0.364
O	-1.167	1.986	22.955	-0.128	0.042	0.217
O	-4.891	3.498	22.429	-0.283	-0.005	0.004
O	-4.86	5.959	-6.345	-0.189	-0.295	-0.103
O	-0.349	3.379	25.123	0.295	0.183	0.199
O	-5.64	7.982	22.164	-0.136	-0.115	0.585
O	-0.936	-2.6	22.593	-0.262	0.622	-0.396
O	-0.636	-1.408	24.931	-0.121	-0.12	0.013
O	3.017	5.436	-3.134	0.019	0.066	-0.81
O	10.357	5.959	-3.887	0.097	-0.193	0.401
O	-2.804	5.23	22.153	-0.079	-0.018	0.458
O	8.796	3.726	-4.059	0.32	-0.052	0.404
O	-18.841	-1.92	-5.783	-0.295	-0.368	0.018
O	2.097	-5.974	-6.645	-0.514	0.205	-0.26
O	1.804	-1.826	-1.041	0.208	-0.506	-0.095
O	10.843	-2.754	-4.746	-0.229	0.168	0.402
O	-21.035	4.837	-3.506	0.018	-0.047	0.26
O	18.447	-5.46	-3.146	-0.354	0.274	-0.486
O	13.916	7.653	25.417	-0.539	0.071	0.56
O	12.497	6.418	23.707	-0.261	-0.408	-0.307
O	8.225	3.526	25.159	-0.508	0.197	-0.234
O	-25.209	-3.02	-5.719	-0.457	-0.086	-0.115
O	-8.387	6.046	-3.186	-0.368	0.377	0.436
O	-26.509	-5.783	-1.42	-0.073	0.08	-0.107
O	12.188	-6.517	-1.291	-0.471	0.638	-0.184
O	-20.592	-1.182	-1.697	0.122	0.264	-0.35
O	-15.077	-1.633	-1.667	-0.003	0.278	-0.476
O	-0.875	5.59	-3.531	-0.232	0.053	-0.067
O	15.089	6.882	23.198	0.528	0.446	0.448
O	-15.247	-1.152	22.938	-0.855	0.146	0.084
O	-16.543	-6.264	-6.81	0.41	-0.028	0.451
O	-20.289	-1.102	23.188	0.534	0.366	0.192
O	13.752	-5.474	22.261	-0.091	0.058	0.682
O	9.112	-7.13	-6.97	-0.159	-0.234	0.225
O	-17.813	-4.993	-1.325	-0.445	-0.242	-0.126
O	24.466	-6.693	-6.228	0.091	0.15	0.23
O	17.035	-2.693	-5.893	-0.188	-0.511	0.212
O	21.744	-4.241	-6.18	0.258	-0.171	-0.39
O	17.771	4	23.357	0.205	0.395	0.095
O	22.4	5.931	24.679	0.524	0.16	0.087
O	22.134	4.624	-1.565	-0.073	-0.414	-0.433
O	0.194	-0.134	0.027	-0.165	-0.071	-0.409
O	16.183	-7.466	25.357	-0.23	-0.42	-0.074
O	32.509	-3.749	22.151	0.399	0.066	-0.218
O	25.573	-4.48	23.248	0.348	-0.052	0.437
O	27.347	-2.094	-4.297	-0.466	0.182	0.51
O	27.123	-2.776	22.095	0.091	-0.009	0.289
O	4.598	3.387	-5.605	-0.102	0.261	0.461
O	12.614	3.403	23.058	0.585	-0.2	0.323
O	5.357	-1.124	24.941	0.063	0.28	-0.31
O	29.672	-3.044	-3.391	0.397	-0.306	-0.317
O	16.546	6.639	-6.55	-0.101	0.427	0.214
O	-2.806	3.33	25.812	-0.116	0.139	0.031
O	-32.219	7.952	-4.447	0.131	-0.262	0.226
O	24.242	-7.544	-3.6	0.468	0.393	-0.095
O	1.947	-7.074	-1.416	0.206	0.012	-0.095
O	28.828	7.38	-2.592	0.16	-0.389	-0.184
O	-19.129	1.54	-5.951	-0.438	-0.24	-0.236
O	-7.996	2.335	-6.462	0.165	0.381	-0.276
O	21.584	-1.845	-5.236	0.316	-0.249	0.366
O	20.634	1.752	23.182	0.247	0.195	0.192
O	27.707	0.432	-5.108	0.204	-0.164	0.178
O	31.261	7.036	-1.615	0.381	-0.235	-0.248
O	9.156	-6.598	-2.275	0.186	-0.062	0.006
O	-28.04	-0.743	-5.746	0.335	-0.063	-0.112
O	-27.803	-6.229	-6.194	0.138	0.019	-0.031
O	29.708	5.604	25.183	0.078	0.264	0.209
O	30.671	-3.232	-0.942	-0.65	-0.099	0.313
O	23.612	4.172	26.058	0.102	-0.194	0.002
O	30.439	-2.501	-6.92	0.018	0.269	0.19
O	-32.291	-1.057	-0.451	-0.06	-0.297	-0.004
O	-29.977	0.043	22.267	0.275	0.125	0.668
O	-30.688	3.763	-1.286	0.141	-0.211	-0.148
O	-24.653	5.379	22.302	-0.029	0.143	0.312
O	-21.473	3.314	-5.537	0.461	0.32	-0.489
O	-6.673	7.858	-4.26	0.167	-0.39	0.107
O	-29.861	-4.859	-5.443	-0.465	0.286	-0.175
O	-30.821	6.494	24.728	0.239	0.219	-0.241
O	-25.794	-6.695	23.311	0.059	0.589	0.206
O	-28.882	-4.775	23.147	0.434	-0.07	-0.016
O	30.201	4.202	-3.737	0.284	-0.002	0.294
O	-2.654	8.082	-0.225	0.115	-0.054	-0.193
O	20.861	-4.722	-3.744	0.472	0.225	0.325
O	-23.6	0.926	23.193	-0.613	0.056	0.229
O	-8.046	-8.059	-0.421	-0.156	-0.048	-0.403
O	-6.971	-3.946	-6.266	-0.266	0.041	-0.372
O	-18.09	4.362	-2.996	-0.162	-0.24	0.114
O	25.643	-0.79	-5.96	-0.536	-0.227	0.498
O	10.055	7.191	23.04	-0.407	0.299	0.203
O	-28.619	4.303	-6.035	0.367	0.397	-0.054
O	-18.489	-7.066	-5.496	-0.556	-0.148	0.12
O	4.129	-3.567	-1.08	-0.57	-0.104	-0.326
O	-32.515	5.377	-0.425	-0.207	-0.051	-0.517
O	-30.642	6.042	-5.646	0.28	0.418	-0.329
O	-24.101	6.889	-5.137	0.229	-0.382	0.241
O	-21.082	0.309	-4.414	-0.006	-0.482	-0.198
O	-30.608	-4.347	-2.903	-0.174	0.289	0.466
O	31.746	-6.456	-5.814	-0.198	0.066	-0.04
O	15.007	-6.661	-5.845	0.064	-0.066	-0.026
O	14.012	0.329	22.174	0.12	0.09	0.712
O	-16.476	5.634	-4.516	0.219	-0.296	-0.222
O	5.261	0.918	-6.223	0.063	-0.288	0.045
O	-10.667	-4.362	-3.217	-0.387	0.436	-0.25
O	1.609	-6.521	-4.042	-0.545	0.11	-0.092
O	16.393	3.379	25.566	-0.207	-0.488	-0.09
O	15.415	6.381	-1.23	0.191	0.189	0.039
O	-16.665	-5.258	24.989	0.027	-0.579	-0.382
O	-26.22	3.631	-1.365	-0.074	0.079	-0.462
O	-12.446	-6.96	24.139	-0.242	-0.128	0.263
O	-15.718	5.991	24.901	0.091	-0.027	-0.337
O	-31.398	-0.116	-2.606	-0.15	-0.149	-0.374
O	-16.765	2.259	-6.911	0.246	0.44	-0.098
O	-18.893	7.071	-1.025	-0.149	0.138	-0.067
O	-14.763	5.077	-1.37	-0.375	-0.027	-0.581
O	-11.793	3.075	24.785	-0.147	-0.113	-0.27
O	-13.188	-0.163	-3.717	-0.566	-0.21	0.357
O	-27.936	-3.647	-1.372	0.289	0.144	-0.389
O	-15.785	-2.816	24.897	0.229	-0.245	0.335
O	-8.161	-6.262	-6.689	0.065	-0.164	-0.205
O	12.902	-1.061	-5.126	-0.072	0.343	0.377
O	-0.765	-2.104	-4.764	-0.246	-0.426	0.707
O	-1.755	8.082	-3.122	-0.29	0.403	0.214
O	-6.654	3.659	24.264	-0.509	-0.334	0.158
O	-2.981	-3.007	-3.17	0.614	0.562	-0.19
O	-18.187	3.968	-5.595	0.188	0.152	0.139
O	-13.094	-3.201	-1.248	0.204	0.365	-0.059
O	-22.124	0.382	-0.473	0.143	-0.138	-0.117
O	4.144	6.819	-1.2	-0.01	0.533	-0.079
O	28.485	4.339	-1.701	-0.243	0.113	0.004
O	-4.776	-2.836	-7.029	-0.13	0.111	-0.518
O	-22.767	-7.218	-5.396	0.314	0.515	-0.134
O	24.507	7.952	-0.988	-0.249	0.099	0.067
O	-2.012	0.83	25.368	0.019	-0.015	-0.339
O	-11.866	7.037	23.056	0.288	-0.281	0.215
O	-4.958	5.891	-3.589	-0.024	0.45	-0.228
O	-6.349	-4.674	-1.231	-0.073	-0.227	-0.098
O	1.069	-4.161	-4.962	-0.344	-0.227	0.143
O	-3.843	-4.092	-0.922	0.022	0.054	0.555
O	-21.258	-3.51	-2.776	-0.008	-0.48	-0.352
O	-2.865	0.103	22.102	0.18	-0.157	0.37
O	3.625	-5.004	-4.697	0.256	-0.411	0.071
O	-0.904	6.486	-7.035	0.128	-0.059	-0.111
O	-2.854	6.599	-4.928	0.409	-0.538	-0.059
O	7.906	-1.469	25.885	-0.121	0.195	0.547
O	25.72	-4.711	-1.47	-0.383	-0.043	-0.401
O	-5.612	5.994	24.666	0.528	0.152	-0.291
O	22.6	-6.96	-1.561	-0.495	0.517	-0.526
O	-4.405	5.153	-1.065	0.051	0.317	0.008
O	-2.333	-2.056	-6.774	0.255	0.056	-0.522
O	-29.996	4.526	-3.744	0.525	0.505	0.337
O	3.12	2.949	-2.548	0.222	0.202	0.091
O	7.662	2.939	-6.345	-0.157	-0.1	0.088
O	-14.619	-6.757	25.637	0.182	-0.46	0.278
O	28.437	2.755	-6.089	0.388	0.002	0.143
O	-29.57	7.816	-0.467	0.317	-0.132	-0.409
O	7.842	2.931	-0.361	-0.071	-0.141	-0.55
O	21.621	-5.264	-0.117	0.088	0.13	0.031
O	19.913	-6.03	-5.821	-0.476	0.226	-0.023
O	-20.669	7.38	-2.963	-0.307	0.058	0.033
O	10.118	-4.455	-1.155	0.394	-0.004	-0.113
O	12.924	3.844	-4.717	-0.524	0.3	-0.402
O	-14.341	-1.633	-5.736	-0.079	-0.163	-0.809
O	-3.071	-0.669	-4.654	0.117	-0.327	0.079
O	26.927	-7.011	-2.316	0.142	0.064	-0.105
O	-1.472	3.013	-3.417	-0.376	-0.185	-0.496
O	19.309	-5.125	22.134	-0.103	0.132	0.232
O	-6.618	1.54	-1.574	0.059	0.443	-0.248
O	-26.092	5.288	-4.867	-0.314	-0.024	0.095
O	26.579	6.719	-1.605	0.152	-0.452	-0.047
O	9.027	7.264	-1.274	-0.178	-0.099	-0.51
O	-16.495	0.178	-0.554	-0.054	0.266	-0.463
O	20.651	0.933	-1.407	-0.062	0.047	-0.272
O	-1.163	7.916	25.302	-0.121	0.574	0.16
O	-4.247	1.73	-4.226	-0.019	0.235	0.234
O	-25.972	-3.79	-3.225	-0.037	-0.195	-0.341
O	-18.852	-2.55	-3.201	0.389	-0.308	0.008
O	-31.965	0.904	-6.267	-0.057	-0.037	0.218
O	30.026	2.671	-0.47	-0.191	-0.293	-0.239
O	19.019	-8.179	-0.183	0.269	0.214	-0.42
O	-16.229	-8.064	-4.557	0.309	0.27	-0.096
O	23.166	1.364	-1.315	-0.141	0.148	0.61
O	3.192	-1.896	26.101	-0.173	0.276	-0.258
O	-3.849	2.218	-6.686	0.102	-0.824	0.007
O	-25.226	-6.245	-5.185	-0.196	0.247	-0.035
O	-8.989	-2.437	-3.486	0.441	-0.03	-0.075
O	12.978	-3.461	-6.175	0.043	-0.256	0.158
O	-15.431	-4.258	-1.791	0.094	-0.024	0.444
O	27.91	-0.72	23.333	0.151	0.272	0.278
O	-23.99	2.293	-1.056	-0.161	0.316	0.028
O	-25.605	-2.763	25.415	-0.332	-0.107	0.14
O	19.822	-3.933	-1.388	-0.217	0.145	-0.136
O	28.666	-3.961	-5.595	0.173	-0.604	-0.038
O	-25.616	-5.425	25.537	-0.585	0.163	0.094
O	-30.253	-1.322	25.957	-0.149	-0.041	-0.617
O	-27.547	5.712	-0.419	-0.072	0.142	-0.453
O	-12.461	6.479	-1.612	0.254	0.037	-0.446
O	-15.42	-4.018	-5.97	-0.116	0.034	0.272
O	-10.476	-2.266	21.987	0.188	-0.153	0.681
O	-10.47	-0.204	-3.513	0.068	0.14	-0.578
O	25.766	1.492	-1.539	0.326	-0.065	-0.671
O	24.196	2.569	-3.381	-0.226	-0.151	0.011
O	15.052	4.95	-3.395	0.048	-0.237	-0.041
O	-26.529	7.844	-5.565	-0.25	-0.026	-0.228
O	-30.555	-0.985	-5.053	-0.461	-0.168	0.401
O	18.219	-1.213	-1.629	0.407	-0.126	-0.171
O	27.902	3.697	25.599	-0.381	0	-0.054
O	30.046	-6.979	25.435	-0.018	-0.399	0.182
O	-18.47	-0.069	-3.983	0.522	0.346	0.073
O	-17.833	2.104	23.299	0.333	-0.306	0.509
O	-25.697	7.169	-3.091	-0.742	-0.234	0.456
O	11.617	8.114	-3.207	-0.148	-0.284	0.319
O	27.292	-0.038	-0.285	-0.025	-0.005	-0.221
O	-8.482	-4.912	-4.407	0.066	-0.412	0.525
O	14.464	2.015	-0.931	0.085	0.44	-0.237
O	-14.435	7.679	-0.764	0.353	-0.106	0.276
O	27.256	1.227	24.975	-0.42	0.402	0.169
O	-23.64	-2.615	-3.675	0.391	0.517	-0.339
O	28.525	6.669	-6.102	0.46	0.308	0.046
O	27.977	-1.727	-6.792	0.169	0.514	-0.325
O	-11.705	1.877	-4.39	-0.036	0.52	0.167
O	18.899	-2.902	-3.534	-0.278	0.109	-0.29
O	-7.035	1.317	-4.223	-0.012	-0.403	-0.26
O	11.084	7.878	25.352	0.373	0.042	0.34
O	-25.776	-1.195	-3.848	-0.584	0.219	-0.354
O	11.758	-4.905	24.811	-0.188	-0.351	-0.516
O	8.222	-2.918	-5.658	-0.174	0.623	0.027
O	-26.454	2.847	-5.556	0.087	-0.459	0.056
O	-20.531	-7.138	23.133	-0.215	-0.151	-0.071
O	-19.923	-1.266	25.727	-0.039	0.516	0.229
O	20.168	5.941	-2.964	-0.147	-0.221	-0.321
O	-30.943	-6.685	-1.609	0.23	-0.186	-0.368
O	-25.84	1.176	-2.522	-0.206	-0.155	0.054
O	-23.522	-3.975	-1.496	-0.643	0.298	-0.095
O	-6.744	-3.256	22.459	-0.239	0.312	0.214
O	-31.026	3.415	-5.963	0.001	0.044	0.07
O	17.453	6.014	-2.85	-0.038	-0.082	-0.267
O	29.019	-1.389	-1.493	-0.106	-0.052	-0.266
O	-17.783	4.37	24.837	0.213	-0.135	0.258
O	-26.613	3.839	23.184	0.188	0.024	0.55
O	-17.743	2.354	-1.334	-0.007	-0.168	-0.428
O	-23.547	0.07	-3.147	0.317	0.075	-0.057
O	6.135	-1.791	-1.325	0.132	0.416	-0.321
O	-18.328	-7.691	-2.99	0.284	-0.201	0.245
O	25.034	7.604	25	0.037	-0.562	-0.275
O	-11.869	5.234	-6.273	0.068	-0.199	0.567
O	-12.667	2.796	-6.691	-0.332	-0.05	0.038
O	-5.389	-7.863	-6.553	-0.075	0.314	-0.472
O	-19.493	-3.218	-0.724	-0.239	-0.15	-0.026
O	-11.31	-6.864	-3.363	-0.31	-0.468	0.264
O	-8.085	6.257	-5.761	-0.021	-0.528	-0.014
O	20.578	7.291	26.098	0.502	-0.35	0.395
O	22.674	6.938	-2.739	0.202	-0.083	-0.488
O	3.872	-1.448	-2.584	0.125	0.248	-0.507
O	4.768	3.035	25.231	-0.094	0.274	0.17
O	-10.644	-6.447	-5.94	-0.276	0.454	-0.045
O	13.724	-6.711	-3.512	0.056	0.097	-0.285
O	-8.867	-3.386	25.602	0.161	-0.286	-0.003
O	1.482	-1.926	-3.594	-0.006	0.032	0.013
O	-8.303	3.597	-4.147	-0.464	-0.192	-0.462
O	-4.567	-5.029	-3.213	-0.195	-0.485	-0.453
O	31.247	3.746	24.143	0.193	-0.063	0.126
O	8.244	-2.81	-0.277	0.308	0.251	-0.39
O	9.744	-3.461	25.777	-0.129	-0.138	0.398
O	27.141	6.066	24.916	-0.236	-0.453	-0.5
O	2.702	-4.461	25.667	0.326	-0.434	0.127
O	-15.27	-0.326	25.426	0.012	0.536	0.004
O	11.05	7.729	-5.733	-0.056	0.012	-0.107
O	-32.573	-5.884	-3.477	-0.336	0.302	-0.17
O	30.741	-7.533	-3.579	-0.321	0.161	-0.364
O	9.042	-4.235	-3.541	-0.779	0.091	0.213
O	-29.685	-6.039	25.366	-0.079	0.318	-0.054
O	-5.203	-0.064	-0.22	0.016	-0.052	-0.116
O	7.571	8.008	-3.431	-0.09	-0.018	-0.354
O	-4.649	-3.957	23.743	-0.225	-0.071	0.273
O	-2.713	0.781	-2.507	0.441	-0.107	0.22
O	24.335	-2.74	-0.47	-0.231	0.208	-0.392
O	12.553	3.757	-1.332	-0.175	0.254	-0.308
O	-29.471	1.193	-1.151	-0.066	0.425	0.074
O	21.258	-3.036	22.069	0.01	0.154	0.552
O	-13.57	-4.633	24.913	-0.28	-0.039	0.042
O	-1.336	-3.484	-1.14	0.166	-0.004	-0.144
O	-6.224	6.861	-1.465	-0.214	0.22	-0.648
O	29.902	-7.179	-1.042	0.511	0.109	0.138
O	31.79	1.033	-1.392	-0.114	0.359	-0.454
O	24.556	-6.116	25.135	0.361	0.278	0.55
O	-30.242	-7.151	-6.739	0.242	-0.18	0.202
O	-8.065	-2.839	-0.416	-0.026	0.019	-0.344
O	31.478	-1.306	-2.588	0.189	0.314	-0.777
O	18.428	-7.995	-6.476	-0.355	0.357	0.144
O	2.757	2.58	0.058	-0.133	-0.095	-0.028
O	18.467	4.933	25.745	0.38	0.277	-0.255
O	18.923	2.401	25.11	-0.288	-0.414	0.132
O	25.933	2.497	-5.296	-0.077	0.132	-0.282
O	16.058	2.397	22.188	-0.107	0.134	0.488
O	27.538	-4.612	-3.336	-0.411	-0.162	-0.406
O	23.626	7.219	-5.632	-0.294	0.011	-0.326
O	-32.536	-4.753	-1.036	0.169	-0.422	0.211
O	14.012	-6.011	25.637	-0.254	-0.057	-0.239
O	22.812	-1.806	23.527	-0.011	0.577	0.126
O	3.378	8.019	-3.319	0.327	0.141	-0.682
O	5.953	7.7	-5.569	0.028	0.243	-0.119
O	28.29	-5.045	25.264	0.055	0.432	-0.29
O	6.998	-7.43	-1.08	-0.334	0.036	-0.417
O	-28.979	4.385	24.386	-0.026	-0.078	0.612
O	5.509	-5.545	-0.16	0.178	0.091	-0.61
O	15.186	-1.506	24.167	0.069	0.375	-0.219
O	14.404	5.071	25.036	-0.196	-0.295	-0.148
O	-15.883	-6.748	-1.506	0.281	-0.332	-0.09
O	10.716	-0.031	-3.312	0.194	-0.315	-0.209
O	-0.721	6.482	23.2	0.196	-0.408	0.408
O	2.322	2.766	26.198	-0.585	0.195	0.128
O	14.957	-4.007	-1.685	0.521	-0.541	-0.145
O	10.827	5.514	-0.463	-0.168	0.179	-0.46
O	13.677	8.054	-0.273	0.184	0.256	-0.453
O	-9.464	-6.204	-1.549	0.283	0.088	-0.532
O	0.175	-5.449	-0.388	0.121	0.277	-0.152
O	13.307	-2.63	-0.385	0.211	0.178	-0.153
O	5.804	5.056	-0.261	0.037	0.222	-0.671
O	11.149	-1.153	-0.983	-0.117	-0.263	-0.384
O	5.764	-3.945	-5.894	-0.049	-0.28	-0.116
O	16.24	0.108	-0.497	-0.182	-0.004	-0.094
O	4.419	1.105	-1.23	0.668	-0.077	-0.146
O	18.881	2.729	-0.571	-0.2	0.1	-0.164
O	5.348	-3.391	-3.392	0.595	-0.226	-0.075
O	6.491	2.284	-4.192	-0.204	0.249	0.757
O	-14.263	-3.141	-3.72	0.175	-0.362	-0.128
O	4.425	5.839	-6.625	-0.199	-0.105	0.5
O	-3.547	4.135	-4.915	0.246	-0.03	0.042
O	13.014	6.359	-4.537	0.153	0.511	-0.186
O	17.497	-0.734	-4.171	0.026	0.661	-0.143
O	16.726	4.122	-1.322	-0.501	-0.318	-0.085
O	28.03	2.576	-3.585	0.153	-0.464	0.339
O	23.308	-0.559	26.208	0.023	-0.071	-0.34
O	24.382	3.56	-0.899	0.699	0.212	-0.213
O	31.678	-3.212	24.461	-0.481	0.405	-0.307
O	-30.431	2.087	-3.344	0.028	0.139	-0.501
O	21.136	6.764	-0.709	0.274	-0.009	-0.052
O	-30.005	-2.545	-0.293	-0.065	0.254	-0.143
O	4.376	7.129	22.988	0.281	-0.225	0.116
O	10.86	3.72	24.988	0.296	0.033	0.22
O	32.609	-7.714	25.258	-0.146	-0.048	-0.439
O	-25.169	-7.879	-0.788	-0.118	-0.26	0.323
O	-0.677	4.161	-5.734	0.257	-0.316	-0.322
O	-23.427	-4.12	25.969	0.167	-0.013	0.54
O	17.274	-2.767	25.146	0	0.541	0.237
O	21.388	0.678	-5.713	-0.515	0.219	-0.181
O	-5.932	3.372	-5.38	-0.045	0.279	-0.285
O	6.72	1.548	24.493	0.253	-0.652	0.063
O	-6.608	4.372	-2.265	0.177	-0.553	0.343
O	-11.961	1.157	-1.768	0.441	-0.348	-0.047
O	32.081	5.555	-5.065	-0.364	0.167	-0.21
O	21.475	-3.149	25.551	-0.218	0.383	-0.15
O	3.172	0.493	25.343	0.387	0.223	-0.203
O	-23.078	1.627	25.678	0.164	0.41	-0.277
O	2.165	0.43	-2.476	-0.352	0.235	-0.277
O	31.766	2.942	-5.473	-0.328	-0.149	-0.127
O	-1.75	-7.594	-5.701	0.246	0.408	0.135
O	-30.893	-6.438	23.006	0.161	-0.08	0.377
O	31.98	-5.289	26.16	0.395	-0.048	0.219
O	13.157	-3.2	-3.562	-0.334	-0.043	0.435
O	18.74	-8.099	-3.207	0.346	0.188	-0.067
O	-6.172	-6.028	-4.951	0.092	0.313	0.497
O	5.324	-2.738	22.076	-0.111	-0.032	0.593
O	9.223	0.405	22.941	-0.81	-0.453	0.021
O	1.261	1.682	23.998	0.237	-0.285	-0.505
O	25.728	-0.869	25.019	-0.036	-0.034	-0.118
O	9.459	-5.998	24.889	0.054	-0.432	-0.384
O	-27.308	0.054	-0.281	0.159	-0.008	-0.297
O	1.37	7.643	24.761	0.205	-0.287	0.062
O	-9.503	3.653	25.898	0.244	-0.116	0.637
O	-9.269	-8.114	-4.401	0.083	0.183	0.391
O	-32.501	3.801	-3.201	-0.343	0.077	0.41
O	17.239	-6.776	-1.304	-0.463	0.524	-0.089
O	-5.225	-0.245	-3.052	-0.058	-0.899	-0.103
O	13.801	-3.44	25.091	0.509	-0.297	-0.26
O	-14.227	3.893	25.595	-0.328	-0.473	-0.191
O	2.626	5.413	22.094	-0.259	0.006	0.553
O	7.274	-5.965	26.207	-0.446	-0.138	-0.532
O	-14.441	6.8	-3.34	-0.058	0.21	-0.199
O	9.945	4.862	-6.129	0.336	-0.082	0.08
O	17.354	-6.564	23.171	-0.328	-0.318	0.027
O	-21.525	6.726	-5.38	0.126	-0.354	-0.419
O	-19.815	3.845	-1.032	-0.529	-0.382	-0.248
O	-18.359	-3.276	25.162	-0.65	-0.492	0.005
O	-21.786	5.41	-0.379	0.136	0.07	-0.303
O	1.407	4.42	-1.223	-0.566	0.167	-0.136
O	-20.198	-6.995	-1.302	-0.116	0.154	-0.335
O	-25.79	-1.222	23.251	0.255	0.151	-0.083
O	-21.85	-5.397	-0.228	0.031	-0.073	-0.162
O	-28.168	-5.176	-3.436	0.115	-0.276	-0.263
O	-24.832	3.368	-3.474	0.533	0.141	0.101
O	-10.059	-3.193	-5.66	-0.426	0.326	0.011
O	-13.351	-2.004	24.471	0.215	0.399	0.042
O	13.839	1.438	-5.581	0.308	0.209	-0.022
O	11.919	1.23	-1.142	-0.115	-0.086	0.681
O	-14.686	6.687	-5.995	-0.023	0.084	0.091
O	-27.544	-1.029	25.274	0.005	0.066	-0.509
O	9.418	5.839	25.596	-0.197	0.112	-0.228
O	-0.803	6.547	-1.167	0.269	-0.275	-0.159
O	26.815	7.516	-4.177	-0.638	0.422	-0.235
O	14.767	4.903	-6.037	-0.426	-0.485	-0.074
O	0.801	-3.643	24.199	-0.432	-0.226	0.339
O	-11.857	-5.475	-1.166	-0.269	-0.598	-0.125
O	-25.202	-1.099	-1.316	0.461	-0.478	-0.091
O	-4.175	-6.53	23.231	-0.15	-0.137	0.452
O	-32.357	7.373	-6.931	-0.68	-0.114	-0.439
O	9.386	0.944	-1.291	-0.476	-0.052	-0.559
O	-28.878	-0.183	-3.291	0.379	0.089	0.374
O	-10.654	5.445	-0.276	0.043	0.104	-0.195
O	-1.053	0.192	-6.096	0.316	0.212	0.185
O	-23.953	-7.232	-3.031	0.172	0.151	0.13
O	8.785	1.182	-4.64	-0.419	-0.383	0.13
O	22.254	-6.681	-4.983	-0.128	0.006	-0.07
O	-17.436	4.968	-0.581	0.602	-0.111	0.129
O	-24.048	3.906	-5.875	-0.081	0.312	0.005
O	-13.14	6.261	25.805	0.206	0.597	-0.256
O	-23.07	-5.054	-3.971	0.051	0.108	-0.639
O	29.771	1.881	25.334	-0.006	-0.452	0.598
O	-16.601	-2.115	-4.422	-0.038	0.021	0.003
O	15.27	-4.729	-4.151	0.375	0.152	-0.582
O	-17.086	-0.313	-6.798	0.228	-0.385	0.349
O	-4.502	-6.608	-1.131	-0.453	-0.116	-0.193
O	-28.86	-2.751	-4.147	0.172	-0.021	-0.093
O	-3.259	-4.227	-5.454	0.29	-0.455	0.05
O	-3.216	-1.587	-1.015	0.018	0.189	-0.391
O	-3.149	-5.308	25.353	0.416	-0.099	0.215
O	9.846	-3.974	23.228	0.064	0.741	-0.016
O	15.567	-2.258	-3.659	-0.14	0.32	0.473
O	-22.385	-0.743	24.803	0.224	-0.13	0.082
O	26.033	6.05	-6.101	0.163	0.096	-0.59
O	9.915	-4.89	-5.944	0.897	-0.394	0.131
O	1.383	-1.946	-6.263	-0.294	0.344	-0.361
O	22.352	0.048	-3.409	0.453	-0.098	-0.306
O	-8.168	5.722	25.093	-0.078	0.258	-0.078
O	3.51	-8.13	-6.713	-0.314	-0.313	0.818
O	5.504	6.344	-3.43	-0.12	-0.249	-0.004
O	-16.874	-5.686	-3.687	0.059	0.377	-0.525
O	-7.876	-0.43	-2.567	0.161	-0.368	0.003
O	-18.079	6.877	25.724	-0.454	-0.342	0.219
O	-4.108	-7.548	-4.28	-0.194	0.06	0.478
O	-10.387	1.391	-6.669	0.217	-0.398	-0.203
O	-19.752	2.407	-3.664	0.455	0.132	0.49
O	1.015	3.832	-3.785	0.437	-0.291	-0.659
O	5.385	6.935	25.325	0.369	-0.039	0.191
O	21.257	1.058	25.61	-0.279	-0.395	0.158
O	-19.27	2.281	25.439	-0.667	-0.027	0.046
O	9.162	1.099	25.484	0.196	-0.079	0.407
O	-6.805	-1.348	-6.189	-0.301	0.323	0.221
O	19.557	-2.717	-6.701	-0.081	0.342	0.369
O	4.194	1.178	-3.96	0.063	-0.231	-0.322
O	0.814	7.524	-3.015	0.238	-0.278	-0.103
O	22.339	-1.107	-1.11	-0.525	-0.391	-0.271
O	-23.438	6.861	-1.639	0.016	-0.321	-0.599
O	32.364	1.766	25.461	0.631	0.07	-0.354
O	-9.093	3.919	-1.636	-0.089	-0.304	-0.31
O	23.288	2.545	-5.83	-0.35	0.148	-0.278
O	18.754	6.212	-5.063	0.107	-0.366	-0.099
O	-26.195	-7.96	25.74	0.045	-0.247	-0.348
O	-9.683	3.768	23.268	0.529	0.232	0.333
O	-3.051	3.024	-1.195	-0.461	-0.075	-0.322
O	-11.421	-3.27	25.578	0.088	0.377	0.141
O	13.842	5.219	21.752	0.082	0.162	-0.19
O	-12.071	-3.912	23.057	-0.169	-0.509	0.113
O	-0.791	1.838	-1.176	0.316	0.268	-0.529
O	-11.767	7.642	-5.174	-0.363	-0.077	0.31
O	-9.642	1.44	24.638	-0.18	-0.302	-0.715
O	15.409	-0.661	-5.793	0.129	0.262	-0.142
O	-23.355	6.495	25.971	-0.366	-0.616	-0.06
O	-13.591	2.843	-0.608	-0.077	-0.159	-0.426
O	-32.262	-1.703	-6.744	0.06	-0.034	0.061
O	3.724	-2.517	-5.343	-0.027	0.438	0.327
O	-9.967	-1.266	-1.272	-0.491	0.343	-0.162

Results
total energy: -406611.649 eV
total energy less fixed offsets of O -438.25, Si -107.07 eV per atom: 1.151 eV
